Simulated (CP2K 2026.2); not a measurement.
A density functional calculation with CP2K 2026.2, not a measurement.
Periodic cell of 1864 atoms, Si1216O648, from a study of silicon, its oxide and their interface. The atomic structure is a simulated model.
Doubt: the forces sum to 5.04 eV/angstrom along one axis rather than to zero, so they err by at least 0.0027 eV/angstrom per atom on average; the grid cutoff is modest.

Settings: functional PBE; method Gaussian and plane waves; basis set DZVP-MOLOPT-SR-GTH; pseudopotentials GTH-PBE; grid cutoff 300 Ry, relative cutoff 40 Ry; k points Gamma only; occupations fixed; spin none; net charge 0.

Cell vectors (angstrom)
a	61.5484	0	0
b	0	15.3871	0
c	-5.3084	-0.646	34.256

Atoms and the computed forces on them: element, x, y, z (angstrom), force x, y, z (eV/angstrom)
Si	-3.906	0.69	-3.083	-0.026	0.011	0.108
Si	-4.766	3.539	-2.946	-0.044	0.081	0.019
Si	-1.709	-7.921	-4.745	0.078	0.099	0.124
Si	-3.93	-7.001	-0.266	0.158	-0.093	0.709
Si	-0.824	0.807	-3.379	-0.029	-0.036	0.276
Si	0.973	3.321	-3.348	0.01	0.065	0.187
Si	-4.392	3.277	-7.045	0.071	-0.108	-0.035
Si	-2.484	-5.69	-2.663	0.007	-0.044	0.116
Si	4.98	0.551	-2.577	-0.068	0.063	0.115
Si	3.814	3.34	-2.676	0.096	0.04	0.11
Si	3.552	-7.645	-2.852	0.01	0.049	0.124
Si	3.135	-4.519	-2.662	-0.002	-0.072	0.209
Si	8.003	-0.208	-2.317	0.16	0.008	0.755
Si	8.645	2.333	-3.904	-0.12	-0.103	0.161
Si	12.206	5.398	-5.132	0.097	-0.021	-0.017
Si	7.791	-3.252	-2.842	-0.014	0.081	0.168
Si	0.39	0.252	-0.54	0.094	0.104	0.194
Si	-0.311	5.067	-1.004	0.158	-0.111	0.618
Si	0.615	-8.151	-2.875	0.092	-0.036	0.071
Si	0.303	-5.268	-1.886	0.055	0.126	0.211
Si	3.5	0.002	0.059	0.123	0.029	0.839
Si	4.299	3.916	0.175	-0.269	-0.028	0.764
Si	4.689	-7.687	0.15	0.337	0.085	0.733
Si	4.55	-3.881	0.158	0.29	0.142	0.684
Si	8.439	-0.024	0.008	0.045	-0.018	-0.103
Si	7.492	4.02	0.022	0.476	0.094	0.011
Si	7.165	-7.597	0.184	-0.312	-0.037	0.605
Si	6.991	-3.772	0.181	-0.326	0.091	0.696
Si	10.883	-0.141	-0.016	-0.167	-0.108	0.529
Si	11.814	3.903	-0.178	-0.217	-0.127	0.724
Si	9.234	-7.997	-2.19	-0.225	-0.03	0.115
Si	9.949	-5.392	-3.814	-0.09	-0.076	0.226
Si	0.057	2.46	1.564	0.086	0.295	0.472
Si	0.073	4.895	1.314	-0.044	-0.026	0.034
Si	0.088	-5.208	1.18	-0.12	-0.34	0.732
Si	-0.076	-2.094	1.5	0.083	0.144	0.725
Si	3.892	1.931	1.36	-0.033	0.004	-0.056
Si	4.015	5.837	1.435	0	0.064	-0.082
Si	4.016	-5.785	1.401	0.003	-0.006	-0.114
Si	3.829	-1.942	1.334	0.001	-0.025	-0.051
Si	7.902	1.969	1.198	-0.021	0.066	0.019
Si	7.713	5.87	1.444	-0.011	0.049	-0.019
Si	7.623	-5.666	1.434	-0.021	-0.02	-0.088
Si	7.701	-1.849	1.349	-0.029	-0.019	-0.011
Si	11.623	1.876	1.157	0.012	-0.005	0.012
Si	11.586	5.783	1.252	0.02	0.053	-0.063
Si	11.479	-5.215	1.438	0.021	-0.039	0.78
Si	11.471	-2.1	1.353	0.053	0.501	0.213
Si	-1.836	1.916	2.838	0.028	-0.024	0.022
Si	-1.88	5.728	2.481	0.011	0.026	0.039
Si	-1.887	-5.731	2.515	0.032	-0.041	-0.017
Si	-2.05	-2.047	2.728	-0.03	0.035	-0.047
Si	2.015	1.972	2.759	-0.013	-0.029	0.045
Si	1.957	5.709	2.569	-0.016	0.029	0.026
Si	1.962	-5.737	2.563	-0.032	-0.005	0.022
Si	1.933	-1.94	2.729	-0.043	0.04	-0.015
Si	5.912	1.905	2.602	0.005	0.008	0.009
Si	5.855	5.778	2.869	-0.003	-0.003	0
Si	5.807	-5.742	2.886	0.003	0.002	0.049
Si	5.765	-1.801	2.709	-0.012	-0.043	-0.015
Si	9.759	2.026	2.636	-0.015	-0.026	0.01
Si	9.704	5.855	2.672	-0.038	-0.019	0.03
Si	9.579	-5.619	2.739	0.022	-0.012	-0.005
Si	9.592	-1.922	2.763	0.009	0.064	-0.025
Si	-1.935	-0.087	4.045	0.022	0.001	0.033
Si	-1.961	3.906	4.037	0.008	0.029	-0.031
Si	-1.846	-7.715	3.842	0.031	0.029	-0.014
Si	-1.897	-3.938	4.072	-0.024	-0.049	0.016
Si	1.962	0.002	4.046	-0.058	-0.012	-0.022
Si	2.025	3.89	4.083	-0.04	0.015	-0.033
Si	1.889	-7.702	3.898	-0.004	-0.006	-0.042
Si	1.962	-3.881	4.044	-0.039	0.005	-0.001
Si	5.821	0.073	4.082	0	-0.007	-0.014
Si	5.858	3.786	4.066	-0.028	0.008	-0.026
Si	5.822	-7.681	4.18	0.003	0.004	0.039
Si	5.792	-3.746	4.095	0.001	-0.018	-0.007
Si	9.67	0.078	4.012	0.016	0.021	-0.031
Si	9.696	3.916	4.031	0.007	0.014	0.004
Si	9.68	-7.608	4.027	0.008	0.015	-0.015
Si	9.585	-3.781	4.177	0.042	0.014	0.025
Si	0.016	-0.062	5.372	0.002	0.022	0.021
Si	0.023	3.87	5.342	0.006	-0.003	0.001
Si	0.01	-7.701	5.307	-0.008	-0.003	0.045
Si	0.034	-3.894	5.397	0.038	-0.02	0.025
Si	3.875	0.028	5.414	-0.021	0.012	0.001
Si	3.927	3.838	5.432	0.012	-0.003	0.025
Si	3.803	-7.702	5.361	-0.009	0.016	0.004
Si	3.862	-3.828	5.423	0.01	0.002	0.008
Si	7.761	0.043	5.409	0.018	-0.002	0.033
Si	7.776	3.854	5.406	0.005	-0.003	0.06
Si	7.782	-7.666	5.451	-0.008	0.018	0.002
Si	7.677	-3.789	5.497	-0.019	0.004	0.031
Si	-3.895	-0.058	5.325	-0.017	-0.004	0.01
Si	-3.885	3.846	5.338	-0.039	-0.024	0.035
Si	-3.834	7.652	5.2	0.013	-0.005	-0.014
Si	-3.9	-3.93	5.327	0.031	0.002	-0.003
Si	0.02	1.847	12.126	-0.022	0.007	-0.013
Si	-0.006	5.754	12.149	0.01	-0.01	-0.009
Si	-0.007	-5.824	12.178	-0.006	0.005	-0.019
Si	-0.013	-1.982	12.181	-0.007	0.003	-0.026
Si	3.87	1.908	12.199	0	0.019	-0.009
Si	3.855	5.742	12.16	-0.01	-0.014	-0.022
Si	3.858	-5.796	12.177	0.027	0.013	-0.013
Si	3.838	-1.943	12.181	0.013	-0.005	-0.018
Si	7.714	1.94	12.21	-0.027	0.005	-0.018
Si	7.701	5.766	12.18	-0.002	-0.014	-0.017
Si	7.684	-5.791	12.17	0.011	0.023	-0.025
Si	7.691	-1.898	12.166	-0.011	-0.017	-0.032
Si	-3.787	1.866	12.077	0.02	0.023	-0.019
Si	-3.81	5.736	12.102	0.001	0.011	-0.038
Si	-3.828	-5.865	12.131	0.005	0.005	-0.024
Si	-3.826	-1.972	12.114	0.01	-0.018	-0.02
Si	-1.891	1.789	13.477	0.004	-0.004	0.043
Si	-1.927	5.765	13.512	-0.01	0.006	0.029
Si	-1.939	-5.855	13.543	-0.022	0.008	0.031
Si	-1.946	-2.016	13.539	-0.016	-0.001	-0.001
Si	1.922	1.853	13.522	0.009	-0.021	0.011
Si	1.925	5.725	13.5	0	0.004	-0.009
Si	1.932	-5.844	13.525	-0.047	0.029	0.026
Si	1.916	-1.989	13.55	-0.013	0.016	0.022
Si	5.794	1.916	13.579	0.019	-0.007	0.035
Si	5.77	5.772	13.526	-0.02	0.001	0.049
Si	5.774	-5.802	13.547	-0.007	-0.035	0.023
Si	5.77	-1.905	13.525	-0.003	0.018	-0.004
Si	9.669	1.987	13.529	0.014	0.035	0.007
Si	9.641	5.757	13.507	-0.006	-0.001	-0.002
Si	9.608	-5.805	13.504	-0.01	-0.02	0.029
Si	9.614	-1.862	13.506	-0.011	-0.014	0.028
Si	-1.902	-0.114	14.917	0.02	0.038	-0.011
Si	-1.889	3.761	14.723	-0.002	-0.018	-0.063
Si	-1.915	-7.737	14.972	0.017	0.016	0.058
Si	-2.029	-3.942	14.913	0.006	0.006	-0.03
Si	1.951	-0.065	14.919	-0.002	0.004	-0.019
Si	1.889	3.796	14.836	-0.038	0.004	-0.009
Si	1.961	-7.769	14.893	0.038	-0.022	-0.013
Si	1.871	-3.939	14.892	0.004	-0.011	-0.021
Si	5.765	-0.021	14.952	-0.008	0.03	-0.029
Si	5.819	3.872	14.894	0.017	-0.012	0.039
Si	5.708	-7.724	14.934	-0.022	0.023	-0.031
Si	5.792	-3.841	14.835	0.016	-0.01	-0.023
Si	9.635	0.082	14.858	0.008	-0.035	0.011
Si	9.708	3.886	14.921	0.055	-0.005	-0.006
Si	9.544	-7.742	14.858	0.015	0.048	-0.006
Si	9.609	-3.835	14.756	-0.007	0.011	-0.003
Si	0.046	-0.146	16.293	-0.019	-0.02	-0.003
Si	-0.071	3.769	16.156	-0.008	0.008	0.002
Si	0.096	-7.814	16.287	-0.035	0.012	0.043
Si	-0.103	-4.024	16.228	0.015	0.005	0.068
Si	3.847	-0.042	16.355	0.048	-0.016	0.013
Si	3.822	3.81	16.143	-0.003	0.007	-0.006
Si	3.818	-7.766	16.368	0.015	-0.017	0.039
Si	3.871	-3.909	16.144	0.014	0.027	0.045
Si	7.739	0.081	16.231	0.001	-0.068	-0.013
Si	7.791	3.942	16.239	-0.058	0.059	0.05
Si	7.635	-7.707	16.257	0.048	-0.02	0.003
Si	7.747	-3.8	16.134	0.008	0.005	0.017
Si	-3.923	-0.051	16.138	0.025	-0.056	0.037
Si	-3.713	3.724	16.134	0.034	0.003	0.061
Si	-3.968	-7.717	16.191	-0.027	0.023	0.031
Si	-3.999	-3.925	16.247	0.015	-0.022	0.086
Si	-0.051	1.865	17.522	0.005	-0.069	0.03
Si	0.01	5.606	17.632	0.023	-0.091	-0.012
Si	0.106	-5.902	17.666	0.004	0.016	-0.026
Si	0.152	-2.157	17.597	0.452	0.096	-0.414
Si	3.817	1.979	17.608	-0.033	-0.037	0.05
Si	3.777	5.599	17.656	0.007	0.02	0.073
Si	3.96	-5.749	17.602	0.025	-0.047	0.086
Si	3.932	-2.071	17.594	-0.497	0.134	-0.238
Si	7.655	2.041	17.574	0.049	0.011	0.045
Si	7.589	5.812	17.714	-0.406	-0.088	-0.395
Si	8.117	-5.725	17.426	0.272	-0.024	-0.405
Si	8.346	-1.889	17.385	0.057	-0.005	-0.015
Si	-3.832	1.806	17.565	0.017	-0.001	0.013
Si	-3.777	5.698	17.398	0.014	0.003	-0.042
Si	-4.65	-5.838	17.494	-0.056	0.009	-0.017
Si	-4.61	-1.931	17.371	-0.211	-0.092	-0.657
Si	-1.922	1.552	18.945	0.043	0.058	-0.799
Si	-1.934	6.247	18.779	0.04	0.035	-0.054
Si	-1.257	-6.856	19.374	0.119	-0.299	-0.778
Si	-1.318	-1.386	20.102	0.034	0	-0.181
Si	1.822	2.432	18.789	0.15	0.327	-0.487
Si	2.504	-9.265	21.735	-0.061	-0.131	-0.248
Si	2.048	-5.179	18.848	-0.038	0.316	-0.57
Si	2.07	-2.718	18.886	0.023	-0.152	-0.146
Si	5.723	2.653	18.831	-0.032	0.004	0.012
Si	5.706	5.106	18.947	0.001	0.042	-0.056
Si	5.643	-5.824	19.254	-0.21	0.174	-0.628
Si	6.795	-1.73	19.051	0.362	-0.041	-0.354
Si	-5.722	2.433	18.818	-0.067	0.349	-0.526
Si	-5.405	4.88	18.897	-0.274	-0.165	-0.512
Si	-4.041	-5.578	19.737	-0.271	-0.112	-0.734
Si	-4.016	-2.474	20.36	0.12	0.001	-0.155
Si	5.78	-3.363	21.15	0.038	-0.153	-0.147
Si	-6.215	-8.709	24.006	0.038	-0.072	-0.04
Si	6.464	-4.671	23.881	-0.045	-0.056	-0.082
Si	1.872	4.895	18.904	0.03	-0.234	-0.709
Si	1.558	-1.988	21.055	-0.009	-0.139	-0.601
Si	-6.784	3.658	23.796	-0.05	-0.043	-0.08
Si	5.999	1.004	20.426	-0.154	0.369	-0.438
Si	1.351	-4.166	23.285	0.066	-0.045	-0.039
Si	6.409	3.151	-8.445	0.017	-0.067	-0.118
Si	1.076	-6.569	21.445	0.049	0.1	-0.296
Si	-1.609	3.242	21.535	0.105	-0.08	-0.103
Si	1.079	2.115	21.674	-0.109	-0.031	-0.099
Si	9.041	-3.53	-8.819	0.024	-0.011	-0.079
Si	8.668	1.307	21.732	0.045	-0.003	-0.208
Si	-3.097	5.652	20.706	0.104	-0.072	-0.652
Si	-5.987	-3.582	24.505	-0.048	-0.028	-0.152
Si	9.372	-0.786	-7.321	0.085	-0.007	-0.016
Si	-0.06	-8.17	-7.175	-0.184	0.041	0.015
Si	-1.081	-3.618	25.009	-0.047	-0.068	-0.059
Si	7.058	-7.235	-7.534	0.14	0.036	0.014
Si	1.758	-5.712	-7.23	0.05	0.08	-0.145
Si	-3.542	-5.187	24.073	0.008	0.044	0.024
Si	6.43	-7.773	23.397	0.023	-0.005	-0.089
Si	11.964	-0.784	-5.671	-0.037	0.101	0.114
Si	-4.105	-7.259	22.082	-0.105	-0.022	-0.087
Si	5.387	-0.119	24.627	-0.032	-0.011	-0.051
Si	0.131	4.387	-5.914	0.005	0.001	-0.019
Si	6.88	5.243	-6.524	0.049	-0.001	0.036
Si	-1.449	-1.174	-5.532	-0.069	0.115	-0.053
Si	2.872	3.709	23.52	-0.118	-0.05	-0.039
Si	0.582	-3.024	-6.844	0.05	-0.027	-0.067
Si	-3.366	0.125	24.63	0.069	0.055	-0.029
Si	4.759	-5.19	-7.045	0.017	0.046	0.096
Si	9.581	-7.593	-8.803	-0.009	0.042	0.011
Si	5.6	2.987	24.536	0.022	0.016	0.049
Si	13.324	-0.079	-8.296	-0.041	-0.063	0.049
Si	5.124	-3.327	-4.633	-0.011	0.011	0.183
Si	4.095	-0.879	21.904	0.134	0.011	-0.049
Si	7.765	4.766	-2.213	0.16	-0.078	0.627
Si	-0.001	2.706	-8.401	0.012	0.013	-0.005
Si	5.476	6.684	20.705	0.191	-0.406	-0.498
Si	-5.446	-1.131	22.743	0.059	0.023	-0.094
Si	4.608	-0.345	-5.307	0.102	-0.061	0.116
Si	2.778	-1.056	-7.461	0.013	-0.006	-0.072
Si	5.415	5.625	-3.763	-0.018	0	0.141
Si	7.208	1.06	-6.359	0.026	0.057	-0.042
Si	-0.89	1.422	23.66	0.154	0.001	-0.174
Si	9.317	-5.74	-6.734	-0.032	0.003	-0.003
Si	12.221	0.554	-2.774	-0.166	-0.1	0.04
Si	11.273	3.462	-3.013	-0.137	-0.041	0.051
Si	13.772	-7.49	-5.028	-0.004	0.156	0.091
Si	11.718	7.578	-0.268	0.001	-0.375	0.511
Si	15.129	0.102	-3.084	0.024	0.009	0.043
Si	16.087	2.922	-3.398	0.01	0.002	0.05
Si	9.884	5.036	-7.248	-0.026	0.056	-0.038
Si	12.996	-4.98	-3.222	-0.007	-0.104	-0.067
Si	20.045	0.399	-2.202	-0.443	-0.025	0.654
Si	19.15	3.312	-2.739	0.001	0.043	0.162
Si	18.591	-7.619	-2.863	0.083	0.099	0.161
Si	18.531	-4.444	-3.035	-0.077	-0.018	0.221
Si	23.186	-0.157	-2.095	0.186	0.052	0.642
Si	23.792	2.484	-3.792	-0.013	-0.076	0.151
Si	27.624	5.463	-5.038	0.128	-0.011	0.006
Si	23.617	-3.163	-2.835	-0.12	0.13	0.233
Si	16.489	0.09	-0.401	0.725	0.135	0.244
Si	14.879	4.523	-1.052	0.263	0.064	0.637
Si	15.729	-8.409	-2.9	0.06	0.039	0.111
Si	14.33	-6.587	-1.101	-0.096	-0.047	0.06
Si	18.868	0.108	-0.097	-0.078	-0.024	-0.133
Si	19.958	3.94	0.13	0.403	-0.139	0.498
Si	19.656	-7.649	0.104	-0.243	-0.005	0.775
Si	19.409	-3.843	-0.074	-0.195	0.089	0.715
Si	23.806	0.083	0.125	0.03	0.066	-0.045
Si	22.458	4.056	0.052	-0.105	-0.023	-0.039
Si	22.753	-7.515	0.26	0.133	-0.148	0.774
Si	22.587	-3.743	0.047	0.149	0.126	0.786
Si	26.196	0.177	-0.123	-0.304	0.331	0.527
Si	27.264	3.928	-0.141	-0.25	-0.067	0.817
Si	24.761	-7.935	-2.124	-0.138	-0.101	0.007
Si	25.571	-5.392	-3.76	-0.196	-0.129	0.171
Si	15.554	2.337	1.538	-0.064	0.315	0.475
Si	15.479	4.785	1.245	-0.066	-0.051	0.013
Si	15.314	-5.263	1.517	0.034	-0.102	0.755
Si	15.471	-2.172	1.504	-0.061	0.183	0.729
Si	19.355	1.968	1.311	-0.011	0.033	-0.021
Si	19.38	5.803	1.41	0.018	0.058	-0.065
Si	19.189	-5.711	1.353	0.047	-0.015	-0.085
Si	19.19	-1.853	1.223	0.013	-0.043	-0.033
Si	23.16	2.075	1.233	-0.023	0.035	0.009
Si	23.007	5.856	1.464	0.011	0.081	-0.047
Si	22.991	-5.576	1.487	-0.036	-0.018	-0.016
Si	23.104	-1.827	1.346	-0.048	-0.06	-0.02
Si	26.997	1.98	1.236	0.046	0.029	-0.085
Si	26.965	5.797	1.264	0.028	0.052	-0.091
Si	26.869	-5.354	1.519	0.006	-0.167	0.761
Si	26.897	-2.273	1.506	-0.004	0.24	0.735
Si	13.504	1.906	2.628	0.025	0.03	0.042
Si	13.579	5.647	2.524	0.011	0.066	0.05
Si	13.395	-5.622	2.775	-0.004	-0.015	-0.011
Si	13.442	-1.879	2.672	-0.016	-0.058	-0.034
Si	17.489	1.993	2.786	0.018	-0.023	0.056
Si	17.329	5.663	2.544	-0.014	0.027	0.031
Si	17.285	-5.74	2.71	-0.025	0.017	-0.002
Si	17.408	-1.93	2.78	-0.035	0.004	0.006
Si	21.264	1.923	2.683	0.006	-0.003	-0.009
Si	21.174	5.856	2.903	0.015	-0.007	0.002
Si	21.067	-5.667	2.807	-0.017	0.007	0.042
Si	21.124	-1.807	2.648	-0.024	-0.035	0
Si	25.071	2.1	2.644	0.018	-0.082	-0.019
Si	25.036	5.827	2.664	-0.019	0.028	0.011
Si	24.934	-5.64	2.803	0.05	-0.005	0.005
Si	24.96	-1.944	2.794	0.002	0.019	-0.028
Si	13.491	0.026	4.033	0.049	-0.004	0.001
Si	13.464	3.829	4.022	0.017	0.02	-0.042
Si	13.518	-7.723	3.905	0.013	0.012	-0.048
Si	13.442	-3.742	4.147	0.016	0.019	0.055
Si	17.383	0.026	4.081	-0.042	-0.021	-0.03
Si	17.414	3.898	4.118	-0.03	0.009	-0.025
Si	17.269	-7.749	3.946	-0.019	0.015	-0.048
Si	17.371	-3.849	4.131	-0.041	-0.005	-0.007
Si	21.181	0.048	4.093	-0.001	-0.019	0.014
Si	21.194	3.843	4.102	-0.026	0.049	-0.029
Si	21.14	-7.592	4.179	-0.024	0.031	0.009
Si	21.119	-3.72	4.092	0.009	-0.006	-0.026
Si	25.021	0.096	4.006	0.017	0	-0.046
Si	25.045	3.937	4.09	0.018	0.041	-0.006
Si	25.006	-7.642	4.055	-0.003	0.002	-0.004
Si	24.957	-3.791	4.23	0.023	0.006	0.006
Si	15.423	0.021	5.399	0.006	0.006	0.049
Si	15.415	3.855	5.378	0.001	0.006	0.023
Si	15.386	-7.687	5.353	0.019	0.006	0.042
Si	15.41	-3.8	5.441	-0.01	-0.012	0.016
Si	19.267	0.036	5.475	0	0.022	0.003
Si	19.291	3.876	5.498	0.026	-0.017	0.031
Si	19.164	-7.681	5.423	-0.012	-0.004	0.002
Si	19.249	-3.802	5.509	0.017	-0.007	0.018
Si	23.121	0.044	5.427	-0.001	-0.007	0.01
Si	23.113	3.884	5.45	0.001	-0.011	0.045
Si	23.101	-7.642	5.472	0.004	-0.004	0.003
Si	23.015	-3.788	5.508	-0.015	0.009	0.019
Si	11.576	0.034	5.407	-0.028	-0.023	0.019
Si	11.588	3.882	5.425	-0.011	-0.053	0.036
Si	11.62	-7.68	5.355	-0.003	-0.003	-0.006
Si	11.535	-3.792	5.493	0.012	0.001	0.003
Si	15.385	1.896	12.281	-0.007	0.007	-0.009
Si	15.363	5.806	12.277	0.004	-0.007	-0.008
Si	15.375	-5.753	12.321	0.005	0.005	-0.024
Si	15.365	-1.932	12.314	-0.012	-0.008	-0.031
Si	19.228	1.947	12.29	-0.016	0.03	-0.014
Si	19.221	5.781	12.255	-0.017	-0.009	-0.024
Si	19.204	-5.76	12.279	0.012	0.01	-0.019
Si	19.208	-1.92	12.274	0.007	-0.002	-0.019
Si	23.07	1.934	12.257	-0.011	-0.007	-0.022
Si	23.068	5.771	12.263	0.004	-0.011	-0.016
Si	23.052	-5.787	12.245	0.002	0.016	-0.022
Si	23.06	-1.899	12.237	-0.012	-0.014	-0.033
Si	11.606	1.94	12.221	0.011	0.002	-0.015
Si	11.584	5.805	12.205	0.001	0.007	-0.035
Si	11.577	-5.784	12.234	0.016	0.005	-0.024
Si	11.569	-1.894	12.22	0.034	-0.008	-0.023
Si	13.475	1.868	13.663	0.025	-0.003	0.035
Si	13.439	5.837	13.657	0.01	0.001	0.023
Si	13.442	-5.766	13.696	-0.024	-0.007	0.022
Si	13.424	-1.952	13.679	-0.011	-0.016	-0.008
Si	17.298	1.903	13.655	0.033	-0.015	0.008
Si	17.297	5.783	13.612	0.003	0.003	-0.002
Si	17.304	-5.754	13.692	-0.041	0.007	0.028
Si	17.297	-1.942	13.671	-0.009	0.024	0.028
Si	21.163	1.931	13.643	0.014	0.005	0.021
Si	21.141	5.788	13.62	-0.009	-0.015	0.049
Si	21.138	-5.802	13.62	-0.01	-0.019	0.008
Si	21.146	-1.907	13.607	-0.005	0.012	0.003
Si	25.034	1.954	13.547	0	0.032	-0.004
Si	25.017	5.756	13.582	-0.013	-0.014	-0.002
Si	24.99	-5.819	13.559	-0.002	-0.002	0.036
Si	24.994	-1.879	13.565	0.009	-0.012	0.03
Si	13.463	-0.068	15.084	-0.012	0.029	0.038
Si	13.466	3.855	14.918	-0.018	-0.007	-0.051
Si	13.44	-7.656	15.12	-0.005	0.002	0.049
Si	13.321	-3.857	15.093	-0.025	0.001	-0.01
Si	17.348	-0.027	15.042	0.001	0.03	0.004
Si	17.243	3.86	14.956	-0.021	0.014	-0.015
Si	17.319	-7.715	15.015	0.041	-0.004	-0.019
Si	17.252	-3.837	15.091	-0.01	-0.041	0.006
Si	21.127	-0.006	15.006	0.001	0.023	-0.008
Si	21.189	3.874	14.975	0.014	-0.023	0.022
Si	21.096	-7.708	15.029	-0.02	0.02	-0.044
Si	21.161	-3.854	14.915	0.012	-0.008	-0.035
Si	25.022	0.069	14.905	-0.013	-0.051	0.001
Si	25.066	3.836	14.931	0.029	-0.007	-0.015
Si	24.943	-7.737	14.937	-0.001	0.01	0.003
Si	25.002	-3.859	14.81	-0.026	0.028	-0.035
Si	15.443	-0.047	16.419	0.003	0.037	0.013
Si	15.307	3.914	16.336	0.015	0.018	0.041
Si	15.466	-7.724	16.445	-0.038	0.024	0.057
Si	15.245	-3.847	16.44	-0.004	-0.03	0.075
Si	19.257	-0.073	16.47	-0.001	-0.047	0.022
Si	19.19	3.797	16.227	0	-0.031	-0.011
Si	19.199	-7.753	16.453	-0.001	-0.029	0.032
Si	19.301	-3.851	16.316	0.033	0.014	0.031
Si	23.115	0.06	16.247	0.031	-0.06	-0.039
Si	23.184	3.91	16.292	-0.033	0.029	0.033
Si	23.037	-7.713	16.345	0.064	-0.01	0.014
Si	23.136	-3.855	16.174	0.006	-0.024	-0.005
Si	11.448	-0.059	16.361	0.024	-0.011	0.033
Si	11.626	3.829	16.333	0.03	-0.032	0.047
Si	11.36	-7.658	16.329	0.002	0.025	0.053
Si	11.288	-3.86	16.381	0.042	-0.022	0.035
Si	15.322	1.977	17.642	-0.021	-0.042	0.002
Si	15.417	5.74	17.886	0.049	-0.095	-0.032
Si	15.488	-5.772	17.784	0.049	0.007	-0.038
Si	15.557	-1.966	17.832	0.04	0.111	0.024
Si	19.166	1.95	17.69	-0.03	0	0.035
Si	19.17	5.597	17.713	0.009	0.06	0.063
Si	19.326	-5.746	17.699	0.014	-0.047	0.086
Si	19.545	-2.046	17.81	0.047	0.09	0.003
Si	23.042	1.988	17.61	0.041	0.016	0.048
Si	23.018	5.781	17.767	-0.412	-0.084	-0.437
Si	23.528	-5.739	17.538	0.313	0.008	-0.358
Si	23.607	-1.923	17.405	0.072	0.001	-0.014
Si	11.522	1.856	17.702	0.037	0.023	0.005
Si	11.655	5.814	17.629	-0.034	-0.059	-0.045
Si	10.556	-5.788	17.585	-0.056	-0.045	-0.06
Si	10.738	-1.932	17.683	-0.012	0.024	0.019
Si	13.448	1.642	19.058	0.052	0.204	-0.737
Si	13.461	6.448	19.028	0.088	0.048	-0.023
Si	14.079	-6.645	19.465	0.058	-0.291	-0.744
Si	14.279	-1.385	19.753	0.344	-0.163	-0.607
Si	17.198	2.469	18.926	0.172	0.29	-0.484
Si	17.946	-9.19	21.929	0.029	-0.175	-0.224
Si	17.445	-5.148	18.991	-0.038	0.249	-0.596
Si	17.549	-2.671	18.991	0.004	-0.078	-0.179
Si	21.109	2.562	18.849	-0.03	-0.064	0.027
Si	21.109	4.958	18.889	-0.038	-0.168	-0.624
Si	21.015	-5.867	19.323	-0.214	0.208	-0.585
Si	21.807	-1.805	18.862	-0.207	-0.181	-0.676
Si	9.563	2.216	18.944	-0.04	-0.203	-0.731
Si	10.088	5.328	19.272	0.447	0.17	-0.528
Si	11.232	-5.489	19.787	-0.285	-0.086	-0.656
Si	11.384	-2.413	19.941	-0.193	0.19	-0.658
Si	21.061	-3.437	21.184	-0.018	-0.103	-0.104
Si	9.12	-8.857	24.048	-0.021	0.064	-0.005
Si	21.84	-4.425	24.008	-0.064	-0.01	-0.08
Si	17.335	4.92	19.054	-0.085	-0.186	-0.758
Si	16.905	-2.006	21.135	-0.065	-0.058	-0.554
Si	8.628	3.582	23.798	-0.103	-0.151	-0.086
Si	21.282	0.883	20.442	-0.103	0.568	-0.439
Si	16.721	-4.169	23.389	0.027	-0.007	-0.028
Si	21.688	3.164	-8.291	0.038	-0.069	-0.125
Si	16.396	-6.555	21.563	0.121	0.142	-0.295
Si	13.721	3.337	21.706	0.064	-0.071	-0.107
Si	16.394	2.184	21.822	-0.128	-0.036	-0.084
Si	24.4	-3.426	-8.723	0.053	-0.074	-0.103
Si	23.978	1.286	21.799	0.062	0	-0.215
Si	12.377	-9.371	21.085	0.192	0.06	-0.622
Si	9.118	-3.248	24.673	-0.019	0.059	-0.121
Si	24.635	-0.792	-7.179	0.08	0.05	-0.003
Si	15.538	-8.288	-7.25	-0.198	-0.001	0.057
Si	14.314	-3.666	25.134	-0.058	0.002	-0.085
Si	22.675	-7.291	-7.613	0.11	-0.049	0.11
Si	17.582	-6.091	-7.076	0.013	0.088	-0.139
Si	11.685	-5.016	24.593	-0.04	-0.028	-0.045
Si	21.946	-7.585	23.63	0.098	0.06	-0.104
Si	27.279	-0.835	-5.645	-0.034	0.088	0.084
Si	11.02	-7.051	22.31	0.088	-0.056	-0.078
Si	20.765	-0.202	24.72	-0.038	-0.016	-0.042
Si	15.03	4.313	-5.958	-0.046	-0.062	0.043
Si	22.248	5.314	-6.428	0.023	-0.043	0.041
Si	14.166	-2.489	-4.596	-0.022	0.135	0.165
Si	18.231	3.712	23.697	-0.185	-0.025	-0.035
Si	16.801	-3.642	-5.444	0.157	0.16	0.122
Si	12.03	-0.1	24.873	0.038	0.032	-0.023
Si	20.437	-5.311	-7.121	-0.016	0.075	0.202
Si	25.184	-7.733	-8.699	0.023	0.109	0.083
Si	20.935	2.898	24.764	0	-0.009	0.052
Si	28.711	-0.104	-8.234	-0.051	-0.083	0.035
Si	21.043	-3.477	-4.657	-0.074	0.102	0.008
Si	19.406	-0.94	22.006	0.13	0.048	-0.052
Si	22.951	4.927	-2.112	0.115	-0.108	0.679
Si	15.232	2.462	-8.341	0	-0.052	0.013
Si	20.863	-8.462	21.05	-0.043	-0.067	-0.065
Si	10.122	-1.25	22.607	0.078	-0.05	-0.187
Si	20.037	-0.515	-5.019	0.085	-0.017	0.148
Si	18.236	-1.323	-7.174	-0.103	-0.045	0.027
Si	20.667	5.735	-3.736	-0.084	-0.09	0.135
Si	22.467	1.11	-6.162	-0.097	0.031	-0.087
Si	14.394	1.458	23.806	0.074	-0.034	-0.161
Si	24.89	-5.812	-6.713	-0.046	0.009	0.011
Si	27.49	0.737	-2.902	-0.104	-0.051	0.088
Si	26.588	3.54	-2.988	-0.162	-0.024	0.12
Si	29.313	-7.509	-5.012	-0.037	0.122	0.107
Si	27.206	7.544	-0.294	-0.044	-0.38	0.587
Si	30.389	0.123	-3.087	-0.018	0.036	0.055
Si	31.551	2.886	-3.363	0.001	-0.005	0.111
Si	25.247	4.956	-7.073	-0.072	-0.033	0.02
Si	28.623	-5.056	-3.179	0.034	-0.051	-0.041
Si	-25.775	0.455	-2.531	-0.085	0.126	0.222
Si	-26.922	3.302	-2.795	0.003	0.012	0.121
Si	-27.458	-7.628	-2.852	0.084	0.078	0.175
Si	-27.579	-4.443	-3.009	-0.058	-0.028	0.236
Si	-22.716	-0.184	-2.225	0.07	0.024	0.663
Si	-22.175	2.42	-3.826	-0.042	-0.089	0.176
Si	-18.262	5.419	-4.929	0.092	-0.031	-0.039
Si	-22.458	-3.213	-2.819	-0.09	0.103	0.239
Si	31.359	0.061	-0.298	-0.166	0.091	0.105
Si	30.33	4.483	-1.029	0.191	0.042	0.671
Si	31.256	-8.47	-2.886	0.064	0.006	0.13
Si	29.888	-6.656	-1.035	-0.122	-0.071	0.069
Si	34.483	0.033	0.34	0.374	-0.017	0.681
Si	35.393	3.894	0.145	0.389	-0.08	0.562
Si	35.054	-7.69	0.137	-0.234	-0.009	0.792
Si	34.824	-3.899	-0.03	-0.21	0.087	0.725
Si	39.151	0.037	0.09	0.073	0.057	-0.053
Si	37.877	3.997	0.096	-0.112	-0.022	-0.045
Si	38.157	-7.572	0.276	0.129	-0.126	0.754
Si	37.993	-3.778	0.069	0.139	0.098	0.78
Si	-19.98	0.102	-0.073	-0.381	0.365	0.521
Si	-19.078	3.872	-0.09	-0.232	-0.094	0.759
Si	-21.334	-8.047	-2.078	-0.106	-0.103	0.028
Si	-20.524	-5.528	-3.714	-0.143	-0.135	0.14
Si	30.801	2.347	1.611	0.064	0.284	0.454
Si	30.827	4.781	1.294	-0.046	-0.053	0.02
Si	30.717	-5.325	1.601	0.003	-0.095	0.757
Si	30.735	-2.244	1.594	0.084	0.189	0.67
Si	34.804	2.029	1.488	-0.022	-0.021	-0.054
Si	34.746	5.752	1.417	0.02	0.038	-0.085
Si	34.571	-5.76	1.393	0.039	-0.019	-0.1
Si	34.631	-2.012	1.423	0.01	0.029	-0.051
Si	38.535	2.013	1.269	-0.018	0.05	-0.01
Si	38.366	5.813	1.506	0.01	0.06	-0.045
Si	38.375	-5.624	1.501	-0.046	-0.027	-0.028
Si	38.477	-1.861	1.364	-0.038	-0.077	-0.007
Si	-19.223	1.909	1.274	0.008	0.054	-0.047
Si	-19.31	5.717	1.357	0.007	0.024	-0.059
Si	-19.384	-5.416	1.579	0.08	-0.164	0.75
Si	-19.306	-2.351	1.564	-0.012	0.223	0.756
Si	28.815	1.909	2.773	0.035	0.003	0.046
Si	28.928	5.635	2.58	-0.001	0.042	0.047
Si	28.786	-5.706	2.852	-0.02	0.002	-0.005
Si	28.799	-1.976	2.861	-0.016	-0.028	-0.032
Si	32.808	1.982	2.79	0.003	-0.061	-0.003
Si	32.694	5.635	2.577	0	0.033	0.03
Si	32.684	-5.753	2.788	-0.019	0.005	0
Si	32.729	-1.964	2.809	-0.017	0.039	-0.015
Si	36.697	1.934	2.81	0.018	-0.04	-0.012
Si	36.525	5.82	2.931	0.011	0.009	0.014
Si	36.454	-5.7	2.835	-0.013	0.012	0.046
Si	36.56	-1.886	2.77	-0.016	0	0
Si	-21.125	2.035	2.693	0.028	-0.077	-0.017
Si	-21.199	5.782	2.755	-0.022	0.027	0.009
Si	-21.286	-5.678	2.88	0.027	-0.005	0.019
Si	-21.237	-1.984	2.837	-0.009	0.003	-0.04
Si	28.835	-0.007	4.125	0.046	-0.002	0.011
Si	28.799	3.843	4.118	0.018	0.011	-0.046
Si	28.882	-7.772	3.994	0.023	0.002	-0.049
Si	28.801	-3.844	4.27	0.026	-0.003	0.054
Si	32.73	0.012	4.095	-0.037	-0.027	0.003
Si	32.747	3.87	4.152	-0.021	0.03	-0.03
Si	32.638	-7.776	3.992	-0.019	0.008	-0.041
Si	32.718	-3.856	4.195	-0.037	-0.019	-0.005
Si	36.558	0.018	4.157	-0.036	-0.024	-0.008
Si	36.583	3.848	4.192	-0.017	0.045	-0.037
Si	36.498	-7.623	4.208	-0.018	0.025	-0.001
Si	36.519	-3.786	4.179	0.016	-0.017	-0.038
Si	-21.178	0.046	4.05	0.02	0.003	-0.042
Si	-21.161	3.878	4.14	0.029	0.023	-0.021
Si	-21.209	-7.678	4.116	0.007	-0.004	0.001
Si	-21.253	-3.824	4.279	0.021	0.012	0.01
Si	30.788	0.012	5.452	0.017	-0.006	0.038
Si	30.769	3.856	5.442	-0.011	0.006	0.018
Si	30.761	-7.715	5.418	0.018	0.018	0.044
Si	30.78	-3.845	5.532	-0.015	0.001	0.008
Si	34.616	0.023	5.501	-0.023	0.02	0.007
Si	34.637	3.86	5.53	0.027	-0.034	0.036
Si	34.528	-7.697	5.466	-0.013	-0.005	0.001
Si	34.612	-3.813	5.555	0.015	0.006	0.011
Si	-23.062	0.016	5.488	0.014	0.001	0.011
Si	-23.062	3.871	5.53	0.009	-0.006	0.067
Si	-23.105	-7.668	5.523	0.007	0.004	0.007
Si	-23.16	-3.827	5.594	-0.009	0.007	0.028
Si	26.901	0.037	5.457	-0.012	-0.025	-0.002
Si	26.921	3.894	5.502	-0.004	-0.033	0.049
Si	26.951	-7.699	5.403	0.005	-0.001	-0.019
Si	26.879	-3.819	5.578	0.016	-0.008	0.013
Si	30.766	1.901	12.329	-0.009	0.003	-0.009
Si	30.74	5.81	12.341	-0.004	-0.024	-0.001
Si	30.745	-5.736	12.375	-0.002	0.006	-0.021
Si	30.744	-1.915	12.369	-0.011	-0.004	-0.028
Si	34.618	1.963	12.314	-0.014	0.026	-0.021
Si	34.596	5.794	12.3	-0.014	-0.011	-0.02
Si	34.587	-5.733	12.303	0.005	0.001	-0.019
Si	34.582	-1.881	12.308	0.01	-0.008	-0.02
Si	-23.089	1.972	12.273	-0.01	0.001	-0.019
Si	-23.101	5.78	12.286	-0.002	-0.012	-0.013
Si	-23.117	-5.77	12.26	0.004	0.035	-0.019
Si	-23.112	-1.879	12.252	-0.016	-0.016	-0.036
Si	26.975	1.93	12.252	-0.004	0	-0.023
Si	26.947	5.808	12.263	0.012	0.002	-0.038
Si	26.949	-5.78	12.281	0.018	0.008	-0.029
Si	26.942	-1.894	12.268	0.026	-0.014	-0.028
Si	28.845	1.855	13.697	0.007	-0.005	0.028
Si	28.808	5.844	13.714	0.01	0.029	0.011
Si	28.809	-5.747	13.753	-0.012	0.001	0.03
Si	28.8	-1.939	13.731	-0.022	-0.012	-0.003
Si	32.7	1.919	13.679	0.036	-0.021	0.007
Si	32.684	5.806	13.673	0.018	0.004	-0.014
Si	32.697	-5.703	13.714	-0.018	0.011	0.026
Si	32.686	-1.885	13.722	-0.001	0.027	0.032
Si	36.553	1.981	13.665	-0.011	0.011	0.029
Si	36.523	5.804	13.652	-0.016	0.005	0.046
Si	36.52	-5.773	13.638	-0.017	-0.031	0.008
Si	36.526	-1.846	13.628	0.001	0.019	0.002
Si	-21.113	2.028	13.544	-0.002	0.024	0.008
Si	-21.133	5.784	13.578	0.01	-0.004	-0.003
Si	-21.169	-5.778	13.56	0.015	-0.007	0.018
Si	-21.172	-1.843	13.562	-0.001	-0.015	-0.001
Si	28.832	-0.064	15.15	-0.014	0.02	0.025
Si	28.828	3.84	14.94	-0.024	0.002	-0.034
Si	28.813	-7.635	15.178	-0.032	-0.026	0.018
Si	28.701	-3.832	15.157	-0.03	-0.007	-0.029
Si	32.734	0.031	15.114	-0.003	0.025	0.005
Si	32.678	3.857	14.988	-0.004	0.013	-0.032
Si	32.721	-7.65	15.035	0.004	-0.02	-0.049
Si	32.655	-3.783	15.119	-0.013	-0.036	-0.008
Si	36.507	0.066	15.035	-0.009	0.011	-0.022
Si	36.592	3.908	15.029	0.024	-0.027	0.022
Si	36.482	-7.682	15.046	-0.026	0.024	-0.036
Si	36.528	-3.802	14.902	0.017	-0.024	-0.031
Si	-21.166	0.136	14.863	-0.023	-0.047	-0.003
Si	-21.041	3.903	14.968	0.046	0.01	0.003
Si	-21.217	-7.699	14.921	0.003	0.062	0.006
Si	-21.169	-3.813	14.824	-0.022	0.03	-0.04
Si	30.816	0.003	16.489	-0.007	0.043	0.021
Si	30.716	3.886	16.289	0.022	-0.009	0.033
Si	30.87	-7.623	16.45	-0.005	0.013	0.026
Si	30.658	-3.771	16.464	0.002	-0.031	0.076
Si	34.662	0.036	16.536	0.018	-0.019	0.028
Si	34.606	3.844	16.321	-0.013	0.024	-0.005
Si	34.591	-7.69	16.479	0.004	-0.008	0.036
Si	34.708	-3.772	16.341	0.023	0.021	0.027
Si	38.496	0.174	16.256	0.048	-0.049	-0.034
Si	38.613	3.994	16.318	-0.055	0.065	0.052
Si	38.436	-7.655	16.338	0.05	-0.008	-0.007
Si	38.485	-3.776	16.159	0.021	-0.004	0.002
Si	26.81	-0.086	16.437	0.022	-0.021	0.052
Si	26.965	3.724	16.33	0.019	-0.025	0.029
Si	26.749	-7.674	16.425	0.06	0.011	0.024
Si	26.664	-3.869	16.451	0.038	-0.001	0.082
Si	30.691	2.031	17.717	-0.017	-0.04	0.011
Si	30.919	5.748	17.706	0.087	-0.01	0.006
Si	30.963	-5.659	17.812	0.027	-0.052	0.031
Si	30.968	-1.918	17.893	0.032	0.12	0.01
Si	34.612	2.034	17.85	-0.004	-0.004	0.077
Si	34.6	5.686	17.773	-0.048	0.011	0.042
Si	34.767	-5.674	17.702	0.037	-0.055	0.076
Si	34.95	-1.951	17.832	0.051	0.084	-0.025
Si	38.503	2.102	17.666	0.002	-0.047	0.042
Si	38.463	5.875	17.795	-0.405	-0.061	-0.417
Si	38.872	-5.664	17.5	0.262	-0.007	-0.392
Si	38.95	-1.834	17.372	0.023	0.006	-0.014
Si	26.898	1.82	17.791	0.032	0.006	0.011
Si	26.97	5.677	17.593	-0.022	0.031	0.03
Si	26.001	-5.79	17.712	-0.057	-0.066	-0.079
Si	26.048	-1.95	17.752	-0.013	0.012	0.007
Si	28.825	1.668	19.179	0.039	0.262	-0.752
Si	28.919	6.176	18.76	0.062	-0.365	-0.687
Si	29.574	-6.307	19.566	0.406	0.316	-0.537
Si	29.694	-1.371	19.826	0.338	-0.211	-0.6
Si	32.57	2.517	19.002	0.175	0.243	-0.514
Si	-28.188	-9.242	21.871	-0.023	-0.096	-0.196
Si	32.921	-5.041	18.995	-0.057	0.238	-0.568
Si	32.983	-2.582	19.039	-0.007	-0.054	-0.127
Si	36.606	2.812	18.92	-0.11	0.166	-0.551
Si	36.557	5.214	18.989	0.004	0.049	-0.04
Si	36.426	-5.804	19.345	-0.168	0.179	-0.65
Si	37.182	-1.669	18.877	-0.154	-0.211	-0.664
Si	24.925	2.188	19.012	-0.024	-0.213	-0.736
Si	25.492	5.285	19.34	0.383	0.136	-0.54
Si	26.767	-5.391	19.892	-0.183	-0.124	-0.587
Si	26.76	-2.367	20.002	-0.148	0.148	-0.65
Si	-25.038	-3.385	21.24	0.018	-0.115	-0.143
Si	24.596	-8.833	24.112	0.015	0.008	0.001
Si	-24.167	-4.628	23.876	-0.084	-0.04	-0.027
Si	32.719	4.954	19.045	0.058	-0.155	-0.716
Si	32.358	-1.949	21.209	-0.076	-0.03	-0.574
Si	23.905	3.574	23.904	-0.104	-0.151	-0.064
Si	-24.587	0.679	20.8	0.074	0.056	-0.054
Si	32.198	-4.145	23.443	0.071	-0.037	-0.04
Si	-24.325	3.147	-8.23	-0.001	-0.061	-0.107
Si	31.922	-6.486	21.569	0.023	0.113	-0.334
Si	28.975	3.198	21.955	0.094	0.042	-0.175
Si	31.724	2.211	21.948	-0.14	0.008	-0.116
Si	-21.585	-3.484	-8.734	0.062	-0.084	-0.036
Si	-21.87	1.126	21.884	0.012	-0.029	-0.182
Si	27.7	-9.632	21.409	-0.06	0.035	-0.196
Si	24.601	-3.185	24.733	0.032	0.05	-0.118
Si	-21.304	-0.806	-7.135	0.044	0.025	0.025
Si	31.041	-8.34	-7.231	-0.186	-0.004	0.036
Si	29.78	-3.757	25.172	-0.051	-0.049	-0.068
Si	-23.366	-7.333	-7.571	0.149	-0.017	0.095
Si	-28.543	-6.119	-6.971	0.022	0.083	-0.111
Si	27.125	-5.064	24.666	-0.054	-0.014	-0.047
Si	-24.124	-7.761	23.402	0.099	0.034	-0.113
Si	-18.708	-0.886	-5.552	0.006	0.045	0.09
Si	26.544	-7.133	22.363	0.097	-0.035	-0.091
Si	-25.274	-0.127	24.855	-0.021	0.034	-0.04
Si	30.442	4.293	-5.893	-0.058	-0.049	0.054
Si	-23.684	5.282	-6.346	0.069	-0.052	0.072
Si	29.541	-2.498	-4.57	-0.023	0.126	0.14
Si	-27.908	3.754	23.717	-0.14	-0.032	-0.037
Si	32.18	-3.699	-5.382	0.132	0.156	0.145
Si	27.49	-0.169	24.971	0.031	0.046	-0.015
Si	-25.646	-5.365	-7.05	-0.005	0.102	0.175
Si	-20.87	-7.649	-8.742	0.054	0.084	0.057
Si	-25.15	2.986	24.757	-0.012	-0.043	0.085
Si	-17.313	-0.157	-8.128	-0.062	-0.023	0.049
Si	-25.06	-3.469	-4.653	-0.065	0.06	0.054
Si	-26.688	-0.993	22.24	0.066	-0.016	-0.017
Si	-23.117	4.798	-2.077	0.095	-0.105	0.67
Si	30.621	2.417	-8.306	0.005	-0.029	0.02
Si	36.315	6.716	20.783	0.157	-0.477	-0.491
Si	25.614	-1.162	22.677	0.038	-0.043	-0.216
Si	-26.046	-0.549	-5.188	0.116	-0.03	0.105
Si	-27.923	-1.443	-7.171	-0.138	-0.063	0.06
Si	-25.378	5.725	-3.714	-0.049	-0.095	0.093
Si	-23.544	1.024	-6.235	-0.003	0.013	-0.058
Si	29.86	1.359	23.998	0.125	-0.026	-0.143
Si	-21.148	-5.79	-6.694	-0.011	0.018	0.015
Si	-18.541	0.669	-2.792	-0.04	-0.04	0.088
Si	-19.516	3.493	-2.981	-0.147	-0.027	0.149
Si	-16.484	-7.456	-4.793	0.036	-0.053	0.097
Si	-19.029	7.498	-0.131	-0.054	-0.364	0.522
Si	-15.631	0.01	-2.971	-0.036	0.024	0.015
Si	-14.648	2.773	-3.297	0.049	-0.055	0.018
Si	-20.661	5.087	-7.012	-0.044	-0.009	0.095
Si	-17.516	-5.135	-3.035	0.042	-0.04	0.012
Si	-11.399	-0.203	-2.03	-0.45	0.06	0.626
Si	-11.61	2.877	-2.223	0.083	0.234	0.711
Si	-11.991	-8.212	-2.075	0.315	-0.028	0.622
Si	-12.349	-5.129	-2.673	0.072	0.153	0.195
Si	-8.567	-0.728	-2.619	0.124	0.05	0.019
Si	-7.293	2.957	-6.399	-0.07	0.121	-0.125
Si	-2.869	4.795	-5.052	0.014	0.134	0.122
Si	-7.769	-3.64	-2.147	-0.269	-0.106	0.71
Si	-14.53	-0.014	-0.175	0.669	0.057	0.386
Si	-16.134	4.481	-1.31	-0.018	0.098	0.096
Si	-14.881	-8.533	-2.483	-0.002	-0.056	0.088
Si	-16.259	-6.641	-0.599	0.138	0.259	0.546
Si	-12.208	-0.18	0.169	-0.072	-0.018	-0.097
Si	-10.963	3.567	-0.009	0.051	-0.032	0.049
Si	-10.992	-7.932	0.043	0.027	-0.05	0.02
Si	-11.095	-4.071	0.047	0.385	0.06	0.491
Si	-7.389	0.002	-0.037	-0.47	-0.124	0.628
Si	-8.487	3.745	0.056	-0.372	0.016	0.568
Si	-8.544	-7.662	-0.035	-0.239	-0.101	0.561
Si	-8.625	-3.92	0.008	-0.055	0.034	0.001
Si	-4.241	-0.579	-0.388	-0.024	-0.017	0.113
Si	-3.353	4.488	-0.442	-0.108	0.507	0.433
Si	-6.452	-7.774	-2.093	-0.165	0.121	-0.058
Si	-5.17	-4.149	-3.458	0.065	-0.054	0.052
Si	-15.338	2.261	1.675	-0.019	0.287	0.473
Si	-15.352	4.709	1.534	-0.052	-0.106	0.658
Si	-15.577	-5.468	1.345	-0.045	-0.543	0.11
Si	-15.454	-2.362	1.571	0.023	0.096	0.704
Si	-11.534	1.745	1.382	-0.02	0.061	0.008
Si	-11.471	5.516	1.292	-0.004	0.015	-0.105
Si	-11.561	-5.99	1.324	0.036	-0.048	-0.054
Si	-11.662	-2.138	1.336	0.036	-0.052	0.011
Si	-7.75	1.883	1.313	0.03	0.016	-0.008
Si	-7.861	5.748	1.176	-0.008	0.085	-0.087
Si	-7.952	-5.797	1.292	0.056	-0.03	-0.058
Si	-7.923	-1.995	1.21	0.064	0.02	-0.051
Si	-3.613	1.838	1.371	-0.27	-0.034	0.694
Si	-3.768	6.217	1.047	0.003	0.077	0.037
Si	-3.93	-5.274	1.374	-0.003	0.044	0.005
Si	-3.942	-2.803	1.454	-0.099	-0.234	0.58
Si	-17.363	1.81	2.75	0.006	-0.001	0.03
Si	-17.318	5.567	2.647	0.034	0.051	-0.012
Si	-17.401	-5.803	2.798	-0.025	-0.01	-0.017
Si	-17.378	-2.069	2.853	-0.002	-0.019	-0.053
Si	-13.379	1.854	2.859	0.02	-0.088	-0.009
Si	-13.434	5.533	2.646	-0.06	0.032	-0.025
Si	-13.571	-5.93	2.571	-0.034	0.033	0.033
Si	-13.485	-2.156	2.802	-0.025	0.081	-0.014
Si	-9.62	1.728	2.746	-0.005	-0.002	-0.021
Si	-9.627	5.638	2.743	-0.043	0.002	-0.024
Si	-9.733	-5.879	2.8	0.001	0.019	-0.002
Si	-9.736	-1.972	2.697	-0.017	-0.016	-0.018
Si	-5.716	1.905	2.536	0.037	-0.056	-0.011
Si	-5.769	5.794	2.374	0.008	-0.011	0.039
Si	-5.912	-5.778	2.576	0.009	0.005	0.056
Si	-5.932	-2.113	2.578	0.055	0.046	-0.054
Si	-17.355	-0.097	4.116	0.034	0.002	-0.021
Si	-17.378	3.739	4.128	0.014	-0.012	-0.045
Si	-17.33	-7.834	4.001	0.005	0.016	-0.027
Si	-17.38	-3.947	4.235	0.013	-0.017	0.046
Si	-13.47	-0.155	4.078	0.001	-0.004	-0.002
Si	-13.382	3.762	4.185	-0.034	-0.004	0.016
Si	-13.537	7.531	3.944	-0.009	0.013	-0.036
Si	-13.502	-4.075	4.097	-0.036	-0.042	0.014
Si	-9.656	-0.13	4.13	0.006	0.007	0.043
Si	-9.612	3.703	4.061	0.024	0.004	-0.047
Si	-9.671	7.565	4.091	-0.001	-0.006	0.001
Si	-9.704	-3.909	4.067	-0.01	-0.02	-0.038
Si	-5.779	-0.089	3.872	0.01	0.021	-0.019
Si	-5.73	3.865	3.852	0.042	-0.02	-0.02
Si	-5.817	7.637	3.869	-0.03	-0.011	0.002
Si	-5.911	-3.936	4.043	-0.004	-0.035	0.016
Si	-15.4	-0.092	5.435	0.018	0.005	0.021
Si	-15.393	3.763	5.428	-0.002	0.016	0.054
Si	-15.417	7.59	5.379	0.018	0.012	0.03
Si	-15.405	-3.961	5.486	0.008	-0.003	0.003
Si	-11.581	-0.11	5.471	-0.02	0.014	0.002
Si	-11.482	3.757	5.501	-0.001	-0.004	0.049
Si	-11.627	7.585	5.379	-0.036	0.007	0.016
Si	-11.594	-3.964	5.453	0.011	0.016	0.025
Si	-7.653	-0.095	5.349	0.027	-0.031	-0.009
Si	-7.63	3.777	5.304	-0.002	-0.004	0.034
Si	-7.687	7.608	5.343	0.03	-0.01	0.016
Si	-7.781	-3.925	5.424	-0.017	-0.004	0.051
Si	-19.279	-0.022	5.461	-0.021	-0.019	0.013
Si	-19.258	3.824	5.511	-0.004	-0.015	0.05
Si	-19.245	-7.738	5.42	0.015	0.013	0.006
Si	-19.296	-3.877	5.566	0.007	-0.002	0.017
Si	-15.39	1.863	12.251	-0.014	0.007	-0.008
Si	-15.435	5.757	12.245	-0.006	-0.012	-0.007
Si	-15.414	-5.799	12.299	-0.019	-0.01	-0.013
Si	-15.423	-1.978	12.285	-0.023	-0.013	-0.03
Si	-11.527	1.881	12.206	-0.007	0.038	-0.018
Si	-11.519	5.718	12.182	-0.011	-0.016	-0.025
Si	-11.528	-5.835	12.232	0.023	0.003	-0.008
Si	-11.539	-1.983	12.203	0.006	-0.011	-0.013
Si	-7.687	1.878	12.103	-0.02	-0.002	-0.033
Si	-7.678	5.706	12.123	-0.012	-0.007	-0.015
Si	-7.708	-5.856	12.128	0.019	0.037	-0.025
Si	-7.695	-1.973	12.107	0.002	-0.012	-0.023
Si	-19.178	1.931	12.236	0.007	-0.007	-0.021
Si	-19.216	5.792	12.235	0.004	0.019	-0.034
Si	-19.213	-5.791	12.268	0.008	-0.004	-0.021
Si	-19.229	-1.903	12.249	0.016	-0.011	-0.022
Si	-17.288	1.856	13.649	0.019	0.011	0.028
Si	-17.346	5.831	13.654	-0.002	0.005	0.022
Si	-17.335	-5.771	13.705	-0.016	0.013	0.023
Si	-17.356	-1.96	13.675	-0.01	-0.013	-0.016
Si	-13.453	1.888	13.582	0.022	-0.019	-0.01
Si	-13.465	5.723	13.508	-0.007	0.021	-0.014
Si	-13.453	-5.803	13.607	-0.029	0.014	0.03
Si	-13.461	-1.973	13.585	0.003	0.025	0.024
Si	-9.574	1.873	13.52	0.029	-0.027	0.016
Si	-9.575	5.752	13.513	0.013	0.012	0.051
Si	-9.574	-5.883	13.566	0.005	-0.013	0.015
Si	-9.583	-1.966	13.512	0.009	0.022	0.019
Si	-5.724	1.942	13.377	-0.005	0.034	-0.012
Si	-5.732	5.708	13.435	0.021	0.005	0.008
Si	-5.777	-5.862	13.437	-0.012	-0.013	-0.002
Si	-5.766	-1.939	13.429	-0.006	-0.005	-0.003
Si	-17.305	-0.069	15.07	-0.008	0.031	0.028
Si	-17.295	3.848	14.896	-0.034	-0.016	-0.047
Si	-17.339	-7.656	15.124	-0.026	-0.013	0.052
Si	-17.474	-3.849	15.097	-0.033	-0.021	-0.02
Si	-13.432	-0.043	14.938	-0.002	0.018	-0.014
Si	-13.484	3.845	14.894	-0.006	-0.001	0.013
Si	-13.431	-7.779	14.889	0.037	0.011	-0.017
Si	-13.521	-3.87	14.976	-0.024	-0.03	0.019
Si	-9.597	-0.049	14.899	-0.023	0.045	-0.032
Si	-9.527	3.829	14.824	0.02	-0.002	-0.035
Si	-9.568	-7.789	15	0.003	0.027	-0.051
Si	-9.552	-3.909	14.823	-0.01	-0.039	-0.053
Si	-5.757	0.052	14.697	-0.003	-0.047	-0.027
Si	-5.667	3.809	14.8	0.002	0.006	-0.016
Si	-5.824	-7.789	14.794	0.01	0.064	-0.009
Si	-5.763	-3.905	14.705	-0.019	-0.001	-0.019
Si	-15.296	-0.041	16.374	0.014	0.019	0.022
Si	-15.429	3.923	16.264	-0.008	0.029	0.028
Si	-15.255	-7.733	16.343	-0.067	0.064	0.04
Si	-15.504	-3.822	16.357	0.022	-0.005	0.047
Si	-11.51	-0.06	16.31	0.025	-0.043	0.021
Si	-11.485	3.836	16.101	0.015	0.003	0.001
Si	-11.549	-7.845	16.301	0.012	0.032	0.037
Si	-11.46	-3.911	16.153	-0.029	0.029	0.023
Si	-7.601	0.053	16.126	-0.013	-0.065	0.004
Si	-7.567	3.881	16.15	0.001	0.007	0.015
Si	-7.607	-7.814	16.364	-0.031	0.028	0.048
Si	-7.605	-3.906	16.132	0.021	0.007	0.031
Si	-19.339	-0.008	16.32	-0.001	-0.03	0.037
Si	-19.103	3.824	16.355	0.02	-0.044	0.043
Si	-19.406	-7.607	16.399	0.013	0.024	0.048
Si	-19.489	-3.83	16.457	0.016	-0.018	0.113
Si	-15.391	2.002	17.574	-0.039	-0.035	-0.011
Si	-15.247	5.756	17.788	0.007	-0.092	0.012
Si	-15.237	-5.759	17.633	0.102	-0.008	-0.078
Si	-15.17	-1.966	17.783	0.052	0.091	-0.02
Si	-11.497	1.979	17.498	-0.023	-0.058	0.057
Si	-11.432	5.584	17.659	0.047	-0.013	0.111
Si	-11.471	-5.84	17.5	-0.57	0.035	-0.271
Si	-11.331	-2.052	17.593	-0.52	0.058	-0.264
Si	-7.632	1.994	17.494	-0.012	-0.039	0.031
Si	-7.483	5.613	17.792	0.044	0.071	0.078
Si	-7.049	-5.789	17.465	0.206	-0.058	-0.562
Si	-6.995	-1.924	17.227	0.035	-0.015	-0.014
Si	-19.197	1.849	17.743	0.024	0.031	0.022
Si	-19.052	5.824	17.622	-0.042	-0.071	-0.024
Si	-20.261	-5.733	17.694	-0.041	-0.031	-0.084
Si	-20.167	-1.832	17.601	-0.155	-0.117	-0.672
Si	-17.221	1.614	19.044	0.026	0.157	-0.729
Si	-17.191	6.523	18.909	0.088	0.052	-0.042
Si	-16.66	-6.551	19.314	0.139	-0.378	-0.779
Si	-16.324	-1.395	19.77	0.337	-0.087	-0.595
Si	-13.427	2.531	18.711	0.134	0.383	-0.446
Si	-12.896	-9.24	21.046	-0.102	-0.405	-0.681
Si	-13.274	-5.159	18.819	0.018	0.372	-0.532
Si	-13.181	-2.711	18.884	0.001	-0.164	-0.067
Si	-9.59	2.532	18.722	0.032	0.028	0.013
Si	-9.473	4.949	18.93	-0.084	-0.114	-0.634
Si	-9.113	-5.974	19.594	0.147	0.067	-0.101
Si	-8.408	-1.685	18.995	0.313	-0.054	-0.491
Si	40.427	2.227	19.057	-0.032	-0.173	-0.751
Si	-20.548	5.336	19.334	0.428	0.133	-0.543
Si	-19.517	-5.426	19.888	-0.369	-0.082	-0.613
Si	-19.101	-2.415	20.412	0.009	-0.076	-0.08
Si	-9.285	-3.371	21.148	0.005	-0.037	-0.158
Si	-21.428	-8.927	24.105	0.04	0.038	0.004
Si	-8.844	-4.402	23.953	-0.029	-0.102	-0.048
Si	-13.318	5.013	18.988	0.024	-0.037	-0.057
Si	-13.664	-2.073	21.076	-0.024	-0.096	-0.635
Si	-22.215	3.549	23.832	-0.054	-0.107	-0.065
Si	-9.225	0.985	20.391	-0.244	0.359	-0.442
Si	-13.865	-4.35	23.289	-0.012	-0.001	-0.054
Si	-8.838	3.498	-8.792	0.014	0.006	-0.085
Si	-14.33	-6.581	21.32	0.169	0.074	-0.176
Si	-16.741	3.465	21.532	0.108	-0.055	-0.211
Si	-14.178	2.12	21.478	-0.113	0.008	-0.11
Si	-6.177	-3.69	-8.858	-0.02	-0.091	-0.022
Si	-6.614	1.539	21.674	0.032	-0.005	-0.273
Si	-18.172	-9.26	20.991	0.081	0.064	-0.665
Si	-21.544	-3.26	24.817	0.02	-0.008	-0.105
Si	-6.184	-1.141	-7.263	-0.016	0.025	-0.055
Si	-14.992	-8.378	-7.169	-0.12	-0.013	0.046
Si	-16.209	-3.625	25.237	-0.055	-0.008	-0.045
Si	-8.093	-7.339	-7.102	0.072	-0.023	0.083
Si	-13.011	-6.146	-6.964	-0.007	0.131	-0.024
Si	-18.89	-4.971	24.733	0.032	-0.06	-0.021
Si	-9.061	-7.476	23.916	-0.12	-0.014	-0.159
Si	-4.338	-1.521	-4.896	-0.099	-0.031	-0.003
Si	-19.473	-7.038	22.416	0.059	0.006	-0.014
Si	-10.099	-0.256	24.688	-0.032	0.013	-0.031
Si	-15.519	4.206	-5.872	-0.076	0.041	0.034
Si	-9.202	5.194	-6.518	0.086	-0.134	0.125
Si	-16.566	-2.638	-4.367	0.034	0.131	0.114
Si	-12.438	3.83	23.154	-0.134	-0.007	-0.038
Si	-14.013	-4.118	-4.776	0.079	0.011	0.187
Si	-18.296	0.146	25.001	-0.017	-0.025	-0.024
Si	-10.16	-5.312	-7.011	-0.028	-0.019	0.075
Si	-5.5	-6.632	-7.824	0.069	0.093	0.013
Si	-9.855	2.847	24.285	0.08	-0.048	-0.104
Si	-2.432	0.847	-7.827	-0.09	0.09	0.07
Si	-9.955	-4.123	-4.265	-0.047	0.087	0.164
Si	-11.059	-1.031	21.891	0.061	0.065	-0.075
Si	-7.319	4.754	-2.593	-0.193	-0.037	0.067
Si	-15.409	2.403	-8.356	0.013	-0.024	0.041
Si	-9.947	-8.525	21.166	-0.013	-0.057	-0.154
Si	-20.209	-1.228	23.114	0.021	0.003	-0.147
Si	-11.867	-1.825	-4.537	0.058	-0.114	0.216
Si	-11.096	-0.41	-7.157	0.106	-0.11	-0.027
Si	-10.173	5.241	-3.744	-0.055	-0.009	0.226
Si	-8.466	0.343	-5.626	-0.082	-0.075	0.038
Si	-16.094	1.467	23.462	0.102	0.094	-0.125
Si	-6.106	-6.548	-5.022	0.016	-0.112	0.1
Si	0.034	-1.967	6.742	-0.011	-0.007	0.004
Si	0.005	1.906	6.677	-0.01	0.021	-0.029
Si	0.031	-9.613	6.699	-0.007	0.031	-0.018
Si	0.023	-5.817	6.722	-0.011	0.004	-0.005
Si	3.864	-1.906	6.768	0.007	0.006	-0.015
Si	3.858	1.925	6.785	0.008	0.002	-0.003
Si	3.874	-9.607	6.748	-0.002	-0.004	-0.017
Si	3.85	-5.782	6.74	-0.004	-0.003	-0.026
Si	7.727	-1.862	6.811	0.011	0.008	-0.001
Si	7.755	1.946	6.783	-0.004	0.009	-0.005
Si	7.756	-9.61	6.773	-0.002	-0.025	-0.004
Si	7.723	-5.745	6.803	0.007	0	-0.006
Si	-3.867	-1.993	6.683	0.006	-0.011	-0.015
Si	-3.874	1.886	6.668	0	0.018	-0.007
Si	-3.852	5.775	6.66	0.017	-0.008	-0.024
Si	-3.864	-5.855	6.659	0.009	0.009	-0.03
Si	15.419	-1.884	6.8	-0.002	0.015	-0.011
Si	15.42	1.944	6.765	-0.009	0.009	-0.023
Si	15.401	-9.603	6.741	-0.019	0.008	-0.02
Si	15.4	-5.762	6.75	0.011	0.015	-0.014
Si	19.239	-1.88	6.85	-0.007	-0.003	-0.012
Si	19.245	1.948	6.842	-0.016	0	-0.012
Si	19.24	-9.578	6.826	0.005	0.002	-0.025
Si	19.215	-5.763	6.811	-0.019	0.002	-0.014
Si	23.081	-1.86	6.839	0.023	-0.005	0
Si	23.105	1.955	6.811	-0.006	0.008	-0.011
Si	23.085	-9.581	6.819	-0.007	0.002	-0.006
Si	23.069	-5.731	6.842	0.013	-0.006	-0.001
Si	11.554	-1.866	6.818	-0.006	-0.006	-0.014
Si	11.576	1.95	6.776	0	0.016	-0.022
Si	11.585	-9.578	6.768	0.01	-0.015	-0.024
Si	11.589	-5.766	6.767	0.026	0.013	-0.034
Si	30.781	-1.898	6.849	0	0.015	-0.015
Si	30.778	1.937	6.815	-0.008	0.008	-0.02
Si	30.767	-9.614	6.813	-0.017	0.001	-0.029
Si	30.77	-5.796	6.829	0	0.005	-0.011
Si	34.601	-1.885	6.888	0.004	0.003	-0.01
Si	34.598	1.937	6.874	-0.005	-0.016	-0.012
Si	34.598	-9.593	6.865	0.001	0.006	-0.031
Si	34.571	-5.774	6.855	-0.016	-0.007	-0.02
Si	-23.101	-1.881	6.892	0.014	-0.015	0.001
Si	-23.084	1.932	6.861	-0.001	0.003	-0.012
Si	-23.095	-9.592	6.877	0.007	-0.012	-0.004
Si	-23.119	-5.767	6.904	0.02	-0.007	0.001
Si	26.904	-1.867	6.867	-0.009	-0.015	-0.003
Si	26.923	1.95	6.834	-0.001	0.028	-0.023
Si	26.925	-9.572	6.841	0.005	-0.019	-0.027
Si	26.927	-5.793	6.836	0.016	0.017	-0.016
Si	-15.395	-2.006	6.81	0.001	0.001	-0.016
Si	-15.389	1.843	6.788	0.005	0.017	-0.012
Si	-15.403	5.697	6.776	-0.013	-0.011	-0.022
Si	-15.409	-5.888	6.798	-0.004	0	-0.003
Si	-11.589	-2.033	6.807	0	0.001	-0.002
Si	-11.558	1.823	6.815	0.005	-0.005	0.002
Si	-11.564	5.706	6.794	0.003	0.002	-0.009
Si	-11.581	-5.893	6.775	0.01	0.004	-0.002
Si	-7.702	-1.992	6.751	0.009	0.007	-0.006
Si	-7.656	1.854	6.685	-0.01	-0.01	-0.011
Si	-7.679	5.687	6.698	-0.024	0.014	-0.007
Si	-7.724	-5.869	6.732	-0.006	-0.001	-0.009
Si	-19.272	-1.925	6.861	-0.012	-0.03	-0.006
Si	-19.262	1.889	6.84	0.003	0.012	-0.027
Si	-19.253	-9.625	6.833	0.008	-0.006	-0.021
Si	-19.264	-5.834	6.842	0	0.008	-0.016
Si	1.942	-1.944	8.117	0	-0.002	0.018
Si	1.906	1.908	8.093	-0.009	0.005	0.024
Si	1.939	-9.632	8.091	-0.018	-0.029	0.023
Si	1.934	-5.795	8.101	-0.021	0.018	0.012
Si	5.783	-1.897	8.134	-0.001	-0.006	0.004
Si	5.8	1.926	8.112	-0.013	0.018	0.011
Si	5.802	-9.604	8.099	-0.004	0.004	0.012
Si	5.773	-5.782	8.115	0.009	-0.01	0.005
Si	9.641	-1.89	8.178	0.007	0.004	0.024
Si	9.666	1.946	8.152	-0.006	-0.023	0.025
Si	9.669	-9.606	8.141	-0.003	-0.013	0.022
Si	9.661	-5.756	8.136	-0.007	0	0.005
Si	-1.928	-1.981	8.042	0.004	-0.008	0.016
Si	-1.925	1.886	8.018	-0.008	0.003	0.015
Si	-1.914	5.749	8.021	0.022	0.002	0.021
Si	-1.932	-5.818	8.032	0.024	-0.015	0.023
Si	17.313	-1.893	8.199	0.001	0.006	0.022
Si	17.307	1.942	8.183	-0.015	-0.002	0.033
Si	17.297	-9.601	8.16	-0.015	-0.015	0.021
Si	17.293	-5.751	8.165	-0.01	0.021	0.014
Si	21.159	-1.883	8.202	-0.012	-0.003	0.007
Si	21.174	1.944	8.178	-0.014	0.012	0.009
Si	21.158	-9.581	8.181	-0.002	-0.009	0.02
Si	21.137	-5.772	8.184	0.005	-0.02	0.006
Si	24.989	-1.895	8.221	0.006	-0.005	0.021
Si	25.009	1.949	8.199	0.007	-0.02	0.023
Si	25.002	-9.591	8.195	0.007	-0.002	0.023
Si	24.999	-5.759	8.195	-0.004	-0.007	0.008
Si	13.493	-1.898	8.156	-0.002	0.007	0.017
Si	13.504	1.943	8.133	0.016	-0.003	0.027
Si	13.506	-9.59	8.133	0.018	-0.01	0.026
Si	13.498	-5.752	8.139	0.002	0.001	0.014
Si	32.677	-1.896	8.243	0.006	0.004	0.014
Si	32.668	1.943	8.227	-0.018	0.001	0.027
Si	32.665	-9.603	8.218	-0.027	-0.015	0.025
Si	32.664	-5.762	8.231	-0.014	0.023	0.012
Si	-25.027	-1.878	8.24	0.004	-0.001	0.007
Si	-25.02	1.941	8.212	-0.007	0.016	0.01
Si	-25.032	-9.585	8.219	0.003	-0.012	0.016
Si	-25.057	-5.774	8.23	0.012	-0.014	0.002
Si	-21.176	-1.92	8.239	0.007	-0.002	0.02
Si	-21.166	1.924	8.219	0.006	-0.009	0.019
Si	-21.161	-9.608	8.214	-0.001	-0.003	0.023
Si	-21.176	-5.784	8.223	-0.005	-0.004	0.013
Si	28.851	-1.898	8.199	0.006	0.014	0.01
Si	28.861	1.941	8.183	0.015	0	0.025
Si	28.861	-9.59	8.191	0.027	0.004	0.028
Si	28.852	-5.765	8.197	0.018	-0.011	0.016
Si	-13.49	-2.001	8.189	0.019	0.003	0.017
Si	-13.484	1.855	8.175	-0.011	0.018	0.026
Si	-13.49	5.702	8.157	-0.014	-0.009	0.021
Si	-13.489	-5.857	8.159	-0.014	0.022	0.015
Si	-9.632	-1.994	8.111	-0.002	-0.017	0.005
Si	-9.586	1.84	8.078	-0.011	0.034	0.001
Si	-9.606	5.717	8.081	-0.003	-0.008	0.015
Si	-9.638	-5.872	8.102	0.004	-0.003	0.015
Si	-5.764	-2.003	8.079	-0.006	-0.024	0.017
Si	-5.759	1.868	8.068	0.015	-0.012	0.012
Si	-5.756	5.724	8.049	0.008	0.006	0.024
Si	-5.774	-5.845	8.049	0.006	-0.008	0.016
Si	-17.319	-1.96	8.173	0.004	0.013	0.01
Si	-17.309	1.879	8.154	0.005	0.009	0.025
Si	-17.308	5.746	8.157	0.014	0.004	0.02
Si	-17.324	-5.819	8.17	0.011	-0.014	0.01
Si	1.93	-0.019	9.457	-0.012	-0.001	-0.014
Si	1.923	3.828	9.453	-0.001	0.005	-0.008
Si	1.94	-7.715	9.455	0.028	0.012	-0.014
Si	1.93	-3.876	9.467	0.019	0.003	-0.017
Si	5.78	0.019	9.49	0.003	0.006	-0.017
Si	5.787	3.851	9.455	-0.005	-0.016	-0.017
Si	5.787	-7.7	9.47	0.008	-0.005	-0.008
Si	5.78	-3.846	9.463	0.005	0	-0.026
Si	9.651	0.032	9.52	-0.007	-0.001	-0.009
Si	9.665	3.864	9.515	0.001	-0.012	-0.015
Si	9.651	-7.679	9.489	-0.008	0.001	-0.02
Si	9.654	-3.839	9.511	0.018	0.008	-0.015
Si	-1.909	-0.046	9.38	-0.005	0.004	-0.023
Si	-1.898	3.815	9.375	-0.021	0.021	-0.022
Si	-1.907	7.656	9.395	-0.017	0	-0.026
Si	-1.92	-3.903	9.414	-0.012	-0.004	-0.016
Si	17.306	0.022	9.561	-0.013	0	-0.013
Si	17.295	3.868	9.546	-0.002	-0.008	-0.015
Si	17.293	-7.675	9.531	0.012	0.011	-0.027
Si	17.295	-3.834	9.546	-0.007	0.003	-0.025
Si	21.143	0.033	9.558	0.01	0.006	-0.021
Si	21.152	3.869	9.53	-0.002	-0.004	-0.02
Si	21.141	-7.679	9.557	0.016	0	-0.008
Si	21.145	-3.834	9.535	0.005	0.009	-0.033
Si	25.004	0.029	9.563	-0.014	-0.005	-0.015
Si	25.016	3.871	9.565	-0.015	-0.006	-0.012
Si	24.996	-7.676	9.557	-0.018	0.006	-0.013
Si	25.01	-3.837	9.565	0.021	0.01	-0.015
Si	13.501	0.023	9.507	-0.002	0.004	-0.025
Si	13.508	3.867	9.494	-0.013	0.005	-0.019
Si	13.504	-7.67	9.5	-0.004	-0.001	-0.029
Si	13.49	-3.832	9.516	0.01	-0.002	-0.016
Si	32.674	0.025	9.599	-0.008	-0.003	-0.013
Si	32.659	3.868	9.595	0.012	-0.012	-0.012
Si	32.663	-7.68	9.593	0.022	0.005	-0.022
Si	32.661	-3.83	9.596	-0.001	-0.002	-0.023
Si	-25.029	0.039	9.593	-0.003	-0.002	-0.016
Si	-25.036	3.871	9.561	-0.004	-0.004	-0.02
Si	-25.042	-7.681	9.596	0.001	0	-0.011
Si	-25.04	-3.826	9.568	0.001	0.008	-0.033
Si	-21.164	0.011	9.578	-0.011	-0.01	-0.015
Si	-21.158	3.854	9.572	-0.008	-0.01	-0.015
Si	-21.174	-7.695	9.577	0.005	0.003	-0.011
Si	-21.168	-3.854	9.582	0.007	-0.002	-0.01
Si	28.868	0.021	9.554	-0.003	0.005	-0.029
Si	28.87	3.867	9.548	-0.017	0.006	-0.024
Si	28.869	-7.676	9.565	-0.014	-0.006	-0.029
Si	28.854	-3.831	9.561	-0.002	-0.004	-0.021
Si	-13.481	-0.068	9.534	-0.004	-0.015	-0.01
Si	-13.49	3.789	9.529	-0.003	-0.004	-0.004
Si	-13.489	7.627	9.526	0.013	0.011	-0.014
Si	-13.489	-3.932	9.535	-0.009	-0.006	-0.017
Si	-9.624	-0.065	9.457	0.009	0.01	-0.022
Si	-9.621	3.78	9.417	-0.013	-0.001	-0.027
Si	-9.624	7.615	9.468	0.011	-0.003	-0.009
Si	-9.632	-3.93	9.448	0.015	0.003	-0.029
Si	-5.756	-0.065	9.41	-0.005	-0.003	-0.013
Si	-5.746	3.8	9.416	-0.006	-0.005	-0.009
Si	-5.768	7.634	9.412	-0.021	-0.001	-0.008
Si	-5.762	-3.931	9.432	0.012	0.003	-0.015
Si	-17.301	-0.033	9.522	0.002	0.005	-0.025
Si	-17.303	3.815	9.5	-0.009	0.009	-0.02
Si	-17.31	7.662	9.526	-0.016	-0.002	-0.018
Si	-17.322	-3.885	9.531	0	-0.016	-0.011
Si	-0.007	-0.071	10.78	0.007	0.002	0.021
Si	-0.008	3.811	10.798	0.001	-0.008	0.026
Si	-0.002	-7.722	10.783	-0.018	0.003	0.015
Si	-0.007	-3.899	10.809	0.014	0.006	0.018
Si	3.847	-0.006	10.833	-0.004	0.005	0.016
Si	3.857	3.819	10.809	0.011	0.001	0.013
Si	3.859	-7.716	10.816	-0.005	-0.005	0.02
Si	3.858	-3.867	10.824	-0.017	-0.004	0.004
Si	7.707	0.032	10.838	0.018	-0.009	0.007
Si	7.7	3.848	10.827	-0.007	0.006	0.007
Si	7.711	-7.703	10.818	0.01	-0.004	0.009
Si	7.698	-3.847	10.833	-0.017	-0.016	0.003
Si	-3.819	-0.06	10.741	-0.028	-0.004	0.016
Si	-3.796	3.806	10.749	-0.001	-0.001	0.023
Si	-3.827	7.639	10.739	-0.004	-0.01	0.001
Si	-3.832	-3.921	10.789	-0.022	-0.006	0.014
Si	15.383	-0.013	10.92	-0.004	-0.001	0.023
Si	15.38	3.854	10.931	-0.006	0.002	0.032
Si	15.385	-7.661	10.916	-0.025	-0.001	0.022
Si	15.382	-3.841	10.929	0.008	0.01	0.02
Si	19.221	0.023	10.928	0.001	0.004	0.022
Si	19.227	3.857	10.897	0.021	-0.002	0.015
Si	19.207	-7.678	10.904	0.005	-0.005	0.019
Si	19.222	-3.839	10.905	-0.004	-0.008	0.003
Si	23.07	0.025	10.897	0.008	-0.001	0.004
Si	23.066	3.859	10.898	-0.006	-0.003	0.013
Si	23.068	-7.699	10.899	0.011	-0.007	0.011
Si	23.065	-3.846	10.903	-0.012	-0.021	0.005
Si	11.586	0.024	10.861	-0.02	0.001	0.008
Si	11.604	3.867	10.865	0.003	0.005	0.021
Si	11.58	-7.673	10.84	0.001	-0.017	0.002
Si	11.572	-3.84	10.885	-0.024	0.002	0.016
Si	30.755	-0.006	10.963	-0.004	0	0.021
Si	30.746	3.861	10.984	-0.004	0.007	0.029
Si	30.754	-7.657	10.98	-0.023	0.005	0.025
Si	30.748	-3.829	10.979	0.017	0.011	0.021
Si	34.598	0.042	10.954	0.011	0.011	0.018
Si	34.596	3.873	10.936	0.007	-0.002	0.016
Si	34.582	-7.669	10.952	0.002	-0.006	0.017
Si	34.594	-3.81	10.945	0.006	-0.003	0.004
Si	-23.093	0.046	10.921	0.018	-0.003	0.005
Si	-23.109	3.876	10.906	-0.006	-0.01	0.007
Si	-23.104	-7.694	10.922	0.018	-0.002	0.013
Si	-23.114	-3.832	10.921	-0.012	-0.016	0.002
Si	26.946	0.016	10.896	-0.011	0.001	0.007
Si	26.962	3.871	10.914	0.007	0.008	0.019
Si	26.94	-7.674	10.895	0.007	-0.012	0.001
Si	26.938	-3.838	10.931	-0.028	0.005	0.016
Si	-15.401	-0.062	10.904	0.001	0.009	0.019
Si	-15.416	3.807	10.903	-0.01	0.01	0.027
Si	-15.408	7.676	10.901	-0.02	0.007	0.017
Si	-15.41	-3.897	10.911	0.019	0.013	0.015
Si	-11.534	-0.051	10.852	0	0.015	0.017
Si	-11.522	3.789	10.824	0.013	0.009	0.015
Si	-11.542	7.64	10.844	-0.006	-0.006	0.016
Si	-11.531	-3.92	10.854	0.004	0.003	0.001
Si	-7.681	-0.054	10.765	0.022	-0.008	0.006
Si	-7.695	3.798	10.753	0.002	0.005	0.012
Si	-7.682	7.622	10.775	0.027	0.014	0.016
Si	-7.7	-3.924	10.783	-0.02	-0.024	0.008
Si	-19.212	0.005	10.887	-0.022	0.006	0.006
Si	-19.197	3.855	10.888	0.006	0.01	0.019
Si	-19.222	-7.688	10.885	-0.007	-0.022	0
Si	-19.227	-3.856	10.92	-0.02	0.001	0.019
O	-2.396	1.159	-3.364	-0.086	0.466	-0.243
O	11.257	-0.067	-1.628	0.151	-0.106	-0.54
O	10.797	3.834	-1.487	-0.707	0.043	0.159
O	-1.904	4.734	-1.159	-0.047	0.191	-0.493
O	10.887	5.254	-6.022	0.08	-0.129	-0.021
O	1.153	-7.155	-6.895	0.351	-0.213	0.362
O	9.417	-6.85	-3.32	0.066	-0.146	-0.122
O	8.874	-9.508	-2.706	0.374	-0.203	-0.641
O	1.999	0.101	-0.584	-0.147	0.031	-0.094
O	-0.278	0.192	-1.994	0.073	-0.162	-0.251
O	0.497	4.069	-1.995	0.249	-0.373	-0.092
O	2.428	2.669	-3.128	-0.02	-0.558	-0.121
O	-0.353	-8.556	-4.099	0.248	-0.496	-0.352
O	4.008	-4.113	-1.368	0.068	-0.169	-0.302
O	-2.793	-6.714	-1.421	0.114	-0.241	-0.206
O	4.52	-0.121	-1.195	0.457	-0.387	-0.037
O	6.491	0.079	-2.808	0.049	-0.276	-0.533
O	5.874	3.777	-0.181	0.132	0.054	-0.125
O	3.528	4.06	-1.252	-0.457	0.299	-0.245
O	3.998	-7.815	-1.317	-0.185	-0.273	-0.08
O	10.085	3.043	-4.02	0.332	-0.106	-0.523
O	8.011	-7.535	-1.229	-0.108	0.195	-0.321
O	7.558	-3.8	-1.346	-0.007	-0.103	-0.281
O	8.884	-4.227	-3.496	0.225	0.194	0.106
O	0.008	1.69	0.104	-0.582	0.355	-0.545
O	-0.194	-0.984	0.317	-0.38	-0.068	-0.25
O	0.527	-6.564	-2.786	0.074	0.049	-0.465
O	0.028	-3.598	0.861	0.14	0.042	-0.421
O	0.32	-5.779	-0.336	0.442	-0.528	-0.281
O	10.656	-8.137	-1.438	0.355	-0.297	-0.52
O	11.491	-3.684	0.803	-0.178	-0.101	-0.297
O	11.382	-6.292	0.219	-0.335	0.15	-0.574
O	-1.091	-2.161	18.693	-0.429	-0.247	0.176
O	5.374	-2.169	18.379	0.028	-0.079	-0.163
O	7.206	-5.63	18.812	0.318	-0.018	0.342
O	-2.451	-5.871	19.857	0.198	0.348	0.095
O	-4.182	-1.731	18.936	0.191	0.497	0.112
O	-2.521	-2.128	20.882	0.156	-0.094	0.715
O	-4.615	-0.019	-4.349	-0.537	0.307	-0.536
O	-4.787	1.958	-2.644	-0.691	-0.253	0.12
O	12.022	4.722	-3.672	0.458	0.247	0.474
O	10.276	-6.565	-7.752	0.697	-0.019	0.001
O	10.147	-5.402	-5.414	0.399	0.047	0.14
O	7.993	-7.201	-8.881	-0.138	-0.031	-0.467
O	-0.055	2.161	-3.723	-0.449	0.069	-0.662
O	1.091	4.308	-4.621	0.425	0.246	-0.125
O	8.043	-0.304	-6.556	-0.172	-0.466	0.041
O	-6.612	5.218	23.442	0.021	0.019	-0.271
O	4.105	0.005	-3.813	-0.532	-0.398	-0.205
O	5.06	-1.896	-5.379	0.112	-0.07	-0.507
O	4.899	2.158	-2.497	0.479	0.177	0.225
O	4.68	-8.317	-3.801	0.136	0.455	-0.598
O	2.005	-2.269	-6.734	0.109	0.01	0.042
O	3.713	-3.589	-3.858	-0.313	0.261	-0.087
O	0.858	-4.576	-6.497	-0.357	-0.107	0.506
O	8.869	0.939	-3.091	0.218	-0.115	-0.198
O	8.363	-1.725	-2.804	0.27	-0.026	-0.374
O	8.002	2.043	-5.348	0.083	0.29	-0.251
O	4.645	-4.146	-8.248	0.137	-0.056	-0.009
O	6.383	-3.319	-3.623	-0.209	-0.178	-0.162
O	-1.711	0.147	19.76	-0.192	-0.017	0.063
O	-3.081	-8.352	21.523	0.556	0.136	0.409
O	1.771	-3.266	22.022	0.464	-0.178	-0.141
O	-0.281	-7.011	20.681	-0.059	-0.372	0.238
O	0.013	-1.467	21.016	-0.141	0.394	0.375
O	5.187	-4.565	24.857	-0.115	0.101	-0.042
O	0.283	1.018	22.589	0.381	-0.761	-0.193
O	1.818	5.403	20.458	-0.198	0.02	0.306
O	9.034	-2.008	-8.303	-0.105	0.102	-0.26
O	6.251	-3.687	22.634	0.365	0.495	0.322
O	2.491	-0.821	21.712	-0.164	0.556	0.313
O	6.673	-0.191	19.544	-0.073	0.353	-0.102
O	7.066	1.397	21.569	-0.049	0.274	0.356
O	5.439	-7.304	19.875	0.029	-0.141	0.127
O	5.294	-4.703	20.383	-0.376	0.063	0.118
O	3.403	-0.093	-6.34	-0.243	0.532	0.098
O	7.016	-2.689	20.345	0.492	0.132	0.461
O	9.435	1.322	20.305	0.153	-0.401	-0.009
O	4.582	-2.272	21.228	-0.261	-0.198	-0.362
O	-4.275	-4.044	20.169	-0.179	-0.028	0.396
O	-4.822	-6.533	20.81	-0.713	-0.306	0.155
O	0.146	-3.38	24.007	0.128	0.346	0.196
O	-5.103	-1.922	21.391	-0.635	-0.132	-0.327
O	9.873	0.443	-8.244	-0.117	0.472	0.321
O	2.4	5.176	23.042	0.038	0.139	0.148
O	-2.136	2.664	20.119	-0.664	0.275	-0.285
O	-0.175	2.201	24.877	-0.068	0.189	0.09
O	2.05	-5.847	20.36	0.491	-0.104	0.365
O	2.598	-4.373	24.299	0.072	0.164	-0.024
O	0.396	5.742	-6.731	0.224	-0.104	-0.52
O	4.035	-8.976	21.364	-0.162	0.114	0.341
O	4.671	0.416	21.129	-0.325	0.331	-0.087
O	9.063	2.595	22.602	0.18	0.223	-0.229
O	10.497	3.847	-8.165	-0.133	-0.34	0.445
O	6.612	-6.173	23.314	0.232	0.072	-0.359
O	-5.972	3.36	25.158	0.054	0.343	0.202
O	10.498	-1.181	-6.223	-0.22	-0.472	0.356
O	6.647	-8.76	-7.293	-0.418	-0.218	-0.467
O	7.001	1.793	-7.791	0.142	-0.482	-0.085
O	-4.087	-0.528	23.355	0.187	-0.109	0.031
O	0.827	-5.58	22.699	-0.249	-0.11	0.458
O	12.867	-2.102	-5.469	-0.125	-0.361	-0.384
O	1.568	1.616	20.218	-0.013	-0.46	0.041
O	-1.094	1.512	-8.432	0.237	-0.383	-0.037
O	-4.977	-4.538	23.673	-0.384	-0.006	-0.717
O	5.717	-6.365	-7.586	-0.12	-0.171	-0.261
O	1.698	-5.395	-8.814	-0.064	-0.304	-0.068
O	7.6	-8.374	24.33	-0.072	0.074	0.407
O	4.976	-8.107	24.022	-0.31	-0.213	-0.249
O	5.797	0.663	-5.707	0.01	0.289	0.215
O	9.034	-0.069	22.475	-0.001	0.063	0.267
O	6.321	5.514	-2.422	-0.171	0.327	0.386
O	8.428	4.765	-6.597	0.07	-0.064	0.657
O	6.405	5.446	-5.009	0.04	-0.198	-0.058
O	-0.522	-2.438	-5.858	-0.045	-0.615	0.555
O	-6.152	-2.147	23.782	-0.4	0.025	-0.124
O	5.962	4.118	-7.233	-0.558	0.11	0.577
O	1.76	-7.887	22.054	-0.021	0.043	0.471
O	6.521	-8.469	21.931	0.401	-0.311	0.011
O	-5.152	-7.987	23.049	-0.153	-0.082	-0.054
O	0.402	3.127	-6.898	0.276	-0.334	0.232
O	7.736	3.41	-3.112	-0.512	-0.262	-0.033
O	5.374	-4.489	-5.728	0.258	-0.165	-0.095
O	2.405	2.62	22.426	0.481	-0.241	-0.114
O	-2.424	-4.031	24.202	-0.103	0.023	-0.213
O	-4.014	1.554	25.028	0.371	0.275	-0.12
O	-10.525	-1.138	23.408	-0.062	-0.246	0.149
O	-2.876	-9.038	-4.605	-0.67	0.174	0.337
O	17.593	-2.623	-6.438	0.31	-0.134	0.002
O	3.957	-1.629	-8.406	0.511	-0.021	-0.004
O	-1.378	4.302	-5.357	0.071	-0.414	-0.06
O	12.719	0.097	-6.802	0.197	0.598	0.174
O	-3.191	-6.195	22.877	0.632	-0.093	-0.12
O	6.82	-0.837	24.865	-0.073	-0.461	-0.51
O	15.159	-9.578	-1.974	-0.251	0.083	-0.195
O	3.383	-6.06	-3.118	0.119	0.018	-0.361
O	-21.258	-6.914	-3.247	-0.18	-0.054	-0.402
O	-0.371	-8.176	-8.746	0.335	-0.212	-0.121
O	4.481	3.692	23.602	0.223	0.347	-0.396
O	-2.383	4.624	21.732	-0.387	0.129	0.677
O	-1.943	2.339	22.831	-0.28	-0.254	0.34
O	5.612	1.412	24.237	0.268	-0.003	-0.4
O	-12.442	-6.701	-2.407	-0.408	0.034	0.243
O	14.211	-1.425	-8.476	0.489	-0.219	0.245
O	9.76	-9.082	-8.232	-0.23	-0.06	-0.085
O	13.718	0.186	-2.308	0.005	-0.082	0.644
O	26.42	0.432	-1.727	-0.47	-0.13	-0.404
O	26.221	3.782	-1.415	-0.448	0.06	0.011
O	22.383	3.547	24.471	0.044	0.131	0.266
O	26.323	5.262	-5.939	-0.184	-0.066	0.137
O	16.955	-7.564	-6.988	0.312	-0.284	0.111
O	27.043	-5.307	-3.135	-0.033	-0.087	0.377
O	24.837	-6.766	-3.257	-0.415	-0.106	-0.639
O	16.31	-0.08	-2.001	0.316	-0.046	-0.367
O	15.513	3.306	-1.929	-0.194	-0.499	0.215
O	17.699	2.843	-3.253	0.046	-0.43	-0.387
O	14.903	-8.355	-4.265	0.232	-0.56	-0.511
O	18.526	-4.001	-1.459	-0.338	0.221	-0.119
O	13.53	-5.351	-1.741	0.055	0.318	0.278
O	21.559	-0.185	-2.113	0.015	-0.039	0.189
O	19.107	4.038	-1.285	-0.525	-0.065	0.037
O	18.799	-7.752	-1.268	-0.068	-0.338	-0.217
O	21.227	-7.502	-0.337	0.142	0.119	-0.723
O	-16.022	5.712	-2.347	-0.41	0.078	-0.507
O	21.013	-3.784	-0.431	-0.025	-0.02	-0.523
O	25.296	3.06	-3.829	0.067	-0.168	-0.522
O	23.795	-7.365	-0.972	0.14	0.151	-0.259
O	17.294	-8.511	-3.234	0.146	-0.306	-0.158
O	23.391	-3.771	-1.355	0.295	-0.366	-0.426
O	24.888	-3.982	-3.372	0.397	0.235	-0.171
O	15.756	1.444	0.152	-0.329	0.026	-0.155
O	15.688	-1.181	0.23	-0.198	-0.158	-0.259
O	15.482	-7.021	-2.129	0.444	0.391	0.035
O	15.429	-3.723	0.955	0.06	-0.005	-0.514
O	15.139	-6.233	0.233	0.243	-0.4	-0.047
O	26.887	-1.272	0.211	0.11	-0.226	-0.477
O	26.262	-8.172	-1.568	0.259	0.02	-0.16
O	26.919	-3.815	0.942	0.151	-0.062	-0.801
O	26.813	-6.355	0.234	-0.018	0.177	-0.253
O	8.703	-9.275	18.923	-0.128	0.336	0.156
O	22.576	-5.609	18.9	0.252	0.312	0.36
O	12.84	-5.68	19.88	0.289	0.349	0.357
O	13.007	-2.351	20.065	0.259	-0.436	0.395
O	11.854	-0.022	-4.245	-0.119	0.136	0.017
O	12.213	2.163	-2.855	0.492	0.004	0.372
O	27.264	4.872	-3.578	-0.054	0.477	0.414
O	13.25	-7.779	-0.834	-0.01	-0.312	0.185
O	25.88	-6.689	-7.661	0.753	-0.054	-0.234
O	25.653	-5.418	-5.371	0.103	0.253	-0.356
O	23.6	-6.757	-6.375	-0.174	0.106	0.476
O	14.961	-1.175	-4.059	0.357	0.055	-0.009
O	12.271	-8.074	22.072	0.442	0.061	0.461
O	15.675	4.039	-4.495	0.304	0.484	0.207
O	23.431	-0.168	-6.323	-0.227	-0.344	0.493
O	9.081	5.064	23.378	0.587	0.004	-0.306
O	13.512	-6.046	-4.348	0.064	0.081	-0.423
O	19.43	-0.324	-3.524	-0.277	-0.195	-0.147
O	20.675	-1.993	-5.179	-0.128	-0.03	-0.72
O	20.094	2.001	-2.537	0.295	0.174	-0.205
O	19.757	4.39	-3.779	-0.078	-0.102	-0.412
O	21.562	5.734	-2.382	-0.511	0.523	0.495
O	19.955	-3.994	-3.606	0.189	-0.169	0.205
O	16.865	-5.143	-5.998	-0.201	-0.216	0.192
O	23.722	1.091	-2.98	0.399	0.017	-0.282
O	23.787	-1.548	-2.716	0.368	-0.108	-0.66
O	23.219	2.226	-5.27	0.173	0.258	-0.431
O	-7.829	4.45	-6.041	0.523	0.39	0.435
O	19.997	-4.301	-8.261	-0.098	-0.214	-0.007
O	22.444	-3.459	-3.887	0.092	-0.03	-0.333
O	13.677	0.134	19.67	-0.13	-0.148	-0.066
O	10.806	5.741	20.672	-0.36	0.095	0.434
O	17.061	-3.308	22.079	0.404	-0.267	-0.053
O	14.979	-6.788	20.823	0.02	0.008	0.355
O	15.349	-1.506	20.989	-0.04	-0.148	0.635
O	20.584	-3.985	24.916	0.019	0.242	0.37
O	15.572	1.087	22.72	0.065	-0.52	0.34
O	17.543	5.335	20.62	-0.159	-0.226	0.326
O	24.046	-2.023	-8.024	-0.556	-0.088	-0.353
O	21.776	-3.666	22.59	0.236	0.394	-0.212
O	19.957	-0.905	23.516	-0.157	-0.341	0.165
O	21.771	-0.274	19.407	0.365	0.213	-0.287
O	21.195	5.464	20.453	0.246	-0.292	0.467
O	22.4	1.051	21.587	-0.105	-0.218	0.311
O	20.857	-7.396	19.836	0.07	-0.397	-0.567
O	20.596	-4.85	20.537	-0.704	-0.043	0.494
O	18.8	-0.335	-6.037	-0.392	0.176	0.207
O	22.096	-2.777	20.139	0.572	-0.123	0.126
O	24.761	1.315	20.381	0.411	-0.163	-0.056
O	19.846	-2.376	21.364	-0.096	-0.328	0.066
O	9.68	3.768	19.428	0.053	0.019	0.367
O	10.899	-3.946	20.172	-0.195	-0.037	0.391
O	10.526	-6.478	20.867	-0.364	-0.163	-0.077
O	15.51	-3.383	24.108	0.102	0.363	0.066
O	10.723	-1.545	21.135	-0.335	0.365	-0.112
O	25.199	0.336	-8.187	-0.034	0.523	-0.05
O	17.877	5.219	23.219	-0.2	0.373	0.269
O	17.24	-0.499	-8.142	-0.791	-0.227	0.272
O	15.098	2.252	25.027	-0.037	0.521	0.204
O	17.413	-5.873	20.484	0.528	-0.278	0.128
O	17.998	-4.343	24.371	-0.065	-0.308	0.222
O	15.692	5.59	-6.693	0.31	-0.059	0.036
O	19.404	-8.531	21.722	0.043	0.28	0.393
O	19.948	0.331	21.171	-0.265	0.285	0.176
O	24.114	2.682	22.579	0.349	0.414	-0.301
O	21.762	-6.005	23.761	-0.007	-0.051	-0.158
O	9.439	3.119	25.106	-0.015	0.435	0.382
O	25.831	-1.281	-6.2	0.07	-0.676	-0.006
O	22.134	-8.77	-7.36	-0.316	-0.107	-0.453
O	21.141	0.613	-5.379	0.098	0.124	0.053
O	10.379	-4.182	25.059	-0.086	0.031	0.043
O	11.289	-0.749	23.6	0.113	0.048	-0.241
O	16.239	-5.619	22.867	-0.336	-0.336	0.31
O	28.191	-2.139	-5.377	-0.147	-0.65	-0.395
O	16.892	1.685	20.365	-0.112	-0.071	0.246
O	14.188	1.249	-8.564	-0.214	-0.016	-0.316
O	7.808	-4.193	24.631	0.072	-0.119	0.445
O	21.464	-6.297	-7.838	-0.338	-0.179	-0.74
O	17.352	-5.48	-8.552	0.157	-0.138	-0.185
O	23.222	-8.073	24.472	-0.131	0.226	0.645
O	20.651	-8.357	24.177	-0.172	-0.179	-0.037
O	24.562	0.06	22.655	-0.053	-0.073	0.395
O	-20.183	3.82	-7.917	0.154	-0.431	0.238
O	21.679	5.711	-4.983	0.132	0.087	-0.129
O	15.246	-3.255	-5.491	-0.157	0.027	-0.408
O	9.406	-2.561	23.226	-0.093	-0.085	-0.479
O	15.349	3.437	21.63	0.268	0.521	0.135
O	13.218	2.672	20.312	-0.569	0.136	-0.23
O	21.317	4.161	-7.075	-0.533	-0.074	0.344
O	16.907	-7.981	22.097	-0.317	-0.298	0.53
O	22.02	-8.01	22.076	0.578	-0.062	0.224
O	9.806	-7.816	23.032	-0.092	-0.169	-0.251
O	15.295	2.954	-6.805	0.186	-0.242	0.382
O	13.562	0.215	24.412	0.372	-0.436	-0.144
O	22.919	3.643	-3.099	-0.597	0.126	-0.242
O	19.144	-6.163	-6.673	0.265	-0.239	0.393
O	13.601	-3.504	-3.473	0.047	0.147	0.38
O	21.112	-4.511	-5.894	0.43	-0.167	-0.041
O	17.721	2.666	22.583	0.442	-0.233	-0.186
O	29.206	-6.046	-4.339	0.092	0.165	-0.35
O	12.907	-3.967	24.393	0.128	0.206	-0.454
O	16.659	1.934	-8.891	0.32	0.479	0.205
O	30.285	-1.145	-4.071	0.132	-0.022	-0.5
O	12.433	-8.393	-4.958	-0.403	0.417	0.308
O	-12.538	-4.551	24.191	0.16	-0.165	0.046
O	19.469	-1.773	-8.118	0.68	0.463	-0.158
O	13.446	4.64	-5.844	-0.15	0.137	-0.333
O	28.071	0.036	-6.755	0.138	0.447	0.07
O	-12.709	5.149	22.295	0.163	0.188	0.328
O	22.199	-0.926	24.941	-0.018	-0.534	-0.352
O	30.68	5.74	-1.97	0.144	0.078	-0.118
O	-8.212	1.68	21.447	-0.078	0.397	0.639
O	14.334	-7.433	-6.546	-0.321	0.284	-0.443
O	-10.903	-8.855	-3.098	-0.096	-0.029	-0.361
O	15.24	-8.286	-8.828	0.269	-0.037	-0.301
O	19.833	3.602	23.815	0.269	0.428	-0.234
O	13.022	4.771	21.903	0.165	0.206	0.668
O	-6.526	-9.374	-1.972	0.244	-0.124	0.108
O	13.358	2.421	22.995	-0.799	-0.038	0.487
O	21.014	1.341	24.387	0.044	0.107	-0.19
O	17.796	-0.86	21.888	-0.255	0.31	0.373
O	24.904	-2.47	23.308	-0.427	-0.117	-0.402
O	25.188	-9.216	-8.116	0.08	-0.285	-0.455
O	28.935	0.253	-2.398	0.105	-0.353	0.751
O	-19.623	0.326	-1.647	0.167	-0.139	-0.286
O	-20.028	3.717	-1.437	-0.303	0.139	-0.29
O	-28.733	-8.538	-3.271	0.04	-0.515	-0.533
O	-19.529	5.442	-5.926	0.119	0.073	-0.211
O	32.454	-7.626	-6.917	0.351	-0.423	0.019
O	-19.09	-5.45	-2.997	-0.206	-0.144	-0.025
O	-19.831	-8.255	-1.497	0.395	-0.109	-0.168
O	-28.667	0.105	0.148	-0.096	0.037	0.329
O	31.417	-0.128	-1.887	0.498	-0.268	-0.317
O	31.001	3.256	-1.876	-0.201	-0.353	0.044
O	-28.38	2.793	-3.261	0.084	-0.1	-0.421
O	30.404	-8.413	-4.237	0.068	-0.304	-0.21
O	-24.092	-8.423	21.921	0.375	0.183	0.055
O	29.174	-5.38	-1.696	-0.284	0.477	0.115
O	-26.321	0.008	-1.096	-0.015	0.062	-0.129
O	-24.267	-0.079	-2.673	-0.081	0.044	0.009
O	-26.964	3.917	-1.293	-0.471	0.283	0.239
O	-27.332	-7.775	-1.247	-0.507	-0.023	-0.309
O	-24.922	-7.547	-0.312	0.054	0.014	-0.253
O	-27.594	-4.02	-1.426	-0.463	-0.102	-0.241
O	-25.128	-3.832	-0.406	0.056	0.139	-0.226
O	-20.729	3.117	-3.976	-0.068	0.132	-0.679
O	-22.338	-7.475	-0.954	-0.024	0.286	-0.097
O	-22.746	-3.771	-1.33	0.192	-0.265	-0.233
O	-21.272	-4.146	-3.355	0.308	0.222	-0.273
O	30.67	1.434	0.224	-0.526	0.089	-0.53
O	31.04	-7.114	-2.052	0.34	0.331	-0.055
O	30.761	-3.786	1.029	-0.008	0.012	-0.504
O	30.656	-6.322	0.327	0.201	-0.322	-0.101
O	-19.32	-1.351	0.276	0.231	0.032	-0.405
O	-19.319	-3.886	0.984	-0.19	-0.136	-0.232
O	-19.565	-6.417	0.304	-0.348	0.174	-0.471
O	24.116	-9.301	18.991	0.001	0.712	0.49
O	-23.56	-5.573	18.909	0.514	-0.058	0.35
O	28.394	-5.309	20.05	0.214	0.445	0.247
O	28.388	-2.297	20.121	0.286	-0.288	-0.109
O	27.076	0.012	-4.283	-0.373	-0.351	-0.213
O	27.641	2.326	-3.13	0.593	0.261	0.205
O	-18.754	4.796	-3.522	0.306	0.374	0.324
O	28.765	-7.808	-0.779	0.267	-0.396	-0.09
O	-20.174	-6.567	-7.743	0.687	-0.149	-0.203
O	-20.364	-5.518	-5.325	0.487	0.278	0.129
O	-22.442	-7.258	-8.907	-0.364	0.26	-0.69
O	0.013	-2.769	-8.321	0.249	0.095	0.056
O	30.895	1.469	-3.833	-0.065	0.225	-0.62
O	-22.616	-0.293	-6.355	-0.18	-0.38	0.205
O	24.29	5.087	23.522	-0.03	-0.045	-0.461
O	-28.533	-2.731	-6.393	-0.336	-0.074	-0.184
O	-26.595	-0.291	-3.691	-0.566	-0.391	0.154
O	-25.415	-2.032	-5.301	0.344	0.033	-0.334
O	-25.886	2.052	-2.744	0.389	0.015	-0.031
O	-26.383	4.451	-3.798	-0.231	-0.101	-0.738
O	-26.193	-8.264	-3.643	-0.071	0.297	-0.466
O	-26.19	-3.915	-3.61	0.13	0.033	0.123
O	32.217	-5.22	-5.896	-0.313	-0.302	0.266
O	-21.981	1.047	-2.992	0.55	-0.039	-0.116
O	-22.108	-1.622	-2.716	0.555	-0.056	-0.398
O	-22.84	2.095	-5.25	0.017	0.29	-0.112
O	-7.425	-4.296	24.709	0.068	-0.023	0.374
O	-26.02	-4.394	-8.253	0.206	-0.197	0.023
O	-23.683	-3.382	-3.841	-0.041	0.099	-0.177
O	29.117	0.153	19.731	0.164	-0.023	0.219
O	28.846	5.593	20.276	0.781	-0.171	0.35
O	26.216	5.697	20.737	-0.024	-0.046	0.34
O	32.517	-3.255	22.146	0.212	-0.225	-0.15
O	30.488	-6.729	20.845	-0.107	-0.598	0.128
O	30.786	-1.486	21.052	-0.079	0.176	0.475
O	-25.473	-4.381	24.791	-0.002	0.118	-0.088
O	28.716	2.183	23.191	-0.706	0.085	0.317
O	32.691	5.353	20.63	-0.165	-0.23	0.366
O	-21.689	-1.993	-8.143	-0.376	0.114	-0.131
O	-24.21	-3.685	22.569	0.484	0.575	0.051
O	-26.182	-0.912	23.767	-0.282	-0.463	-0.016
O	-24.712	2.252	20.463	-0.283	0.569	0.478
O	-24.4	-0.111	19.394	0.255	0.42	-0.391
O	-23.325	0.41	21.763	0.021	-0.142	0.195
O	-25.324	-7.289	19.935	-0.004	-0.272	-0.367
O	-25.522	-4.747	20.521	-0.252	-0.06	0.603
O	-27.357	-0.386	-6.106	-0.265	0.756	-0.172
O	-24.102	-2.59	20.195	0.302	0.206	0.104
O	-21.237	1.306	20.402	0.351	-0.303	0.009
O	-26.296	-2.44	21.614	-0.441	-0.176	-0.051
O	25.057	3.736	19.503	0	-0.017	0.316
O	26.257	-3.893	20.282	-0.343	-0.037	0.265
O	26.165	-6.499	20.917	-0.205	-0.152	-0.008
O	30.958	-3.399	24.151	-0.213	0.517	-0.289
O	26.109	-1.454	21.166	-0.29	0.395	0.106
O	-20.741	0.448	-7.988	0.088	0.495	0.342
O	-28.282	5.247	23.214	-0.337	0.468	0.21
O	32.604	-0.674	-8.153	-0.493	-0.392	0.305
O	30.573	2.227	25.17	-0.241	0.168	0.257
O	-28.657	-5.749	20.49	0.476	-0.013	0.222
O	-28.092	-4.313	24.449	0.049	-0.304	0.152
O	31.118	5.533	-6.678	0.756	-0.014	0.051
O	-26.65	-8.935	21.511	0.002	-0.02	0.227
O	-25.963	0.204	21.454	-0.201	0.225	0.099
O	-22.064	2.573	22.558	-0.015	0.347	-0.199
O	-6.823	-7.535	-8.077	-0.054	-0.502	-0.343
O	-24.119	-6.151	23.356	-0.138	0.064	-0.003
O	24.919	3.035	25.033	0	0.405	0.078
O	-20.166	-1.312	-6.102	0.083	-0.389	-0.098
O	-23.827	-8.842	-7.324	-0.435	-0.104	-0.249
O	-23.742	1.731	-7.684	0.264	-0.21	-0.266
O	-6.037	-7.355	-3.606	0.291	-0.128	-0.073
O	26.861	-0.715	23.592	0.069	-0.146	-0.389
O	31.746	-5.594	22.898	-0.187	-0.164	0.536
O	-17.798	-2.2	-5.312	-0.111	-0.111	-0.059
O	28.77	-7.591	18.975	-0.12	0.3	0.162
O	32.169	1.783	20.447	-0.111	-0.125	0.376
O	29.515	1.258	-8.508	-0.062	0.169	-0.052
O	23.246	-4.057	24.685	0.085	-0.493	-0.015
O	-24.658	-6.428	-7.708	-0.096	0.079	-0.18
O	-28.788	-5.486	-8.433	-0.058	-0.117	-0.021
O	-22.879	-8.25	24.29	0.195	0.158	0.618
O	-25.488	-8.273	24.084	-0.334	0.008	-0.109
O	-20.925	0.187	22.786	0.137	0.195	0.253
O	-24.508	5.604	-2.349	-0.271	0.356	0.226
O	1.75	-0.207	-8.357	-0.361	-0.149	0.313
O	-24.314	5.697	-4.922	0.287	0.191	-0.25
O	30.643	-3.239	-5.468	0.062	0.071	-0.594
O	28.066	4.485	22.341	-0.159	0.048	0.707
O	-4.67	5.247	20.361	-0.221	-0.361	0.517
O	28.542	2.593	20.504	-0.302	0.07	-0.032
O	-24.592	4.077	-6.936	-0.341	-0.011	0.234
O	32.548	-7.875	22.065	-0.021	-0.046	0.479
O	-21.704	-4.47	-7.453	-0.399	0.189	0.169
O	25.302	-7.934	22.984	-0.22	-0.038	0.07
O	32.058	1.816	-8.75	0.14	0.22	-0.1
O	-23.091	3.499	-3.049	-0.327	-0.246	0.112
O	-26.983	-6.122	-6.562	-0.088	-0.626	0.21
O	29.068	-3.528	-3.422	-0.047	0.195	0.43
O	-9.727	0.294	-6.651	0.251	0.477	-0.444
O	-28.454	2.707	22.623	0.3	-0.224	-0.033
O	0.037	-8.82	-1.524	0.096	0.486	0.115
O	28.377	-4.065	24.431	-0.057	0.283	-0.484
O	-10.044	-3.822	24.858	0.238	0.738	0.002
O	25.825	-4.186	25.074	0.019	0.03	0.404
O	27.919	-8.332	-4.919	-0.319	0.015	-0.125
O	24.165	-9.414	-2.513	0.196	-0.182	-0.368
O	-26.66	-1.889	-8.068	0.451	0.424	0.199
O	28.875	4.655	-5.669	0.163	-0.041	-0.111
O	-17.938	0.028	-6.648	-0.214	0.52	-0.124
O	22.161	1.761	-7.619	0.156	-0.317	-0.034
O	-23.823	-0.833	25.027	0.075	-0.695	-0.321
O	-17.587	4.156	-0.706	0.232	0.137	-0.19
O	-16.512	-1.563	-8.23	0.59	-0.01	0.585
O	29.832	-7.484	-6.544	-0.482	0.372	-0.527
O	-17.39	4.913	21.722	-0.271	0.111	0.599
O	30.808	-8.32	-8.824	0.364	0.101	-0.127
O	-26.31	3.638	23.842	0.389	0.173	-0.326
O	-13.596	-3.375	22.035	0.477	-0.085	-0.27
O	18.387	-6.05	-3.204	-0.345	0.018	-0.26
O	17.391	-3.676	-3.917	-0.183	0.347	0.122
O	-25.062	1.408	24.435	0.142	0.063	-0.341
O	-21.288	-2.377	23.475	-0.6	0.109	-0.353
O	-20.786	-9.099	-8.073	-0.025	-0.093	-0.023
O	-17.077	0.235	-2.291	-0.074	-0.101	0.582
O	-3.841	-0.41	-1.919	0.102	-0.518	-0.23
O	-4.479	4.349	-1.585	-0.424	0.242	-0.023
O	-13.364	-9.089	-2.298	0.12	-0.436	0.048
O	-3.72	4.581	-6.392	-0.322	0.473	-0.358
O	-13.557	-7.656	-7.047	0.731	-0.334	0.255
O	-3.763	-4.749	-2.941	0.136	-0.01	0.142
O	-14.568	-0.167	-1.78	0.45	-0.129	-0.224
O	-15.64	3.169	-2.087	-0.034	-0.298	-0.137
O	-13.162	2.816	-2.667	-0.275	-0.211	0.371
O	-15.167	-7.917	-3.95	0.503	0.296	0.024
O	4.569	-0.855	23.444	-0.197	-0.147	0.261
O	-16.887	-5.561	-1.618	0.073	0.415	-0.034
O	-10.01	-1.045	-1.963	0.006	-0.354	0.311
O	-8.751	-0.172	-4.117	-0.342	-0.287	-0.081
O	-7.883	0.309	-1.572	-0.001	0.557	-0.168
O	-5.781	-0.212	-0.147	0.133	0.258	-0.064
O	-7.836	3.732	-1.454	-0.123	-0.355	-0.411
O	-6.227	3.976	-3.501	0.084	-0.284	-0.266
O	-7.917	-7.297	-1.548	-0.47	0.525	-0.471
O	-21.909	-9.532	-2.464	-0.018	-0.236	-0.378
O	-6.247	-4.214	-2.241	0.305	-0.302	0.43
O	-15.184	1.423	0.248	-0.056	0.214	-0.179
O	-15.444	-1.227	0.402	-0.411	-0.079	-0.46
O	-15.184	4.955	-0.084	0.441	-0.097	-0.375
O	-15.041	-7.418	-1.318	0.461	0.114	0.252
O	-15.496	-3.866	0.908	-0.164	-0.036	-0.403
O	-3.909	-2.118	-0.042	0.31	-0.23	-0.467
O	-3.401	0.425	0.564	0.346	-0.1	-0.109
O	-3.37	3.064	0.334	0.056	-0.034	0.097
O	-5.348	-7.221	-1.046	-0.199	0.367	0.221
O	-10.046	-6.052	18.291	0.135	0.006	-0.61
O	-9.891	-1.997	18.382	0.052	0.111	-0.133
O	-21.943	-9.273	18.993	-0.047	0.07	0.494
O	-7.619	-5.692	19.026	0.435	0.256	0.234
O	-17.927	-5.62	19.683	0.098	0.407	-0.036
O	-19.775	-1.609	19.181	-0.331	0.721	0.269
O	-17.5	-2.434	20.184	0.255	-0.599	0.156
O	-18.903	-0.072	-4.176	-0.404	-0.195	-0.19
O	-18.481	2.26	-3.021	0.544	0.085	-0.084
O	-3.557	3.861	-3.946	0.056	-0.059	0.271
O	-17.414	-7.772	-0.315	0.107	-0.51	0.141
O	-5.073	-6.891	-6.257	0.488	-0.23	0.056
O	-5.034	-2.635	-3.971	-0.202	0.249	0.183
O	-15.76	-1.32	-3.871	0.458	-0.063	-0.055
O	-15.112	1.299	-3.817	0.326	-0.039	-0.757
O	-14.742	3.84	-4.502	0.301	0.355	0.011
O	-7.679	-2.071	-2.57	0.412	0.399	-0.01
O	-21.632	5.001	23.436	0.188	-0.004	-0.407
O	-16.893	-5.989	-4.269	-0.208	0.148	-0.683
O	-12.239	-0.953	-3.22	-0.345	-0.27	0.037
O	-10.434	-2.576	-4.332	0.261	0.296	0.203
O	-11.054	1.352	-2.42	0.533	-0.015	-0.155
O	-10.806	3.864	-3.211	0.089	-0.206	0.059
O	1.552	-4.291	-2.281	-0.08	0.359	-0.079
O	-11.224	-4.997	-3.813	0.022	-0.27	-0.407
O	-13.741	-5.336	-5.781	-0.175	0.04	0.263
O	-7.294	-0.555	-6.265	0.099	-0.11	-0.048
O	-9.501	-4.638	-5.709	0.701	0.024	-0.033
O	-8.012	1.878	-5.448	0.087	0.227	0.395
O	-7.574	-6.838	-5.639	-0.426	0.209	0.045
O	-10.633	-4.153	-7.979	-0.125	0.111	0.284
O	-8.73	-4.345	-3.248	0.013	-0.352	-0.189
O	-16.969	0.11	19.67	-0.367	-0.053	-0.018
O	-6.758	-2.501	-7.931	-0.248	-0.157	-0.185
O	-5.792	-5.005	-4.678	-0.26	0.278	-0.346
O	-15.811	-6.518	20.703	-0.261	-0.047	0.401
O	-15.183	-1.477	20.944	-0.169	0.356	0.422
O	-22.416	-6.767	-6.368	-0.152	-0.154	0.58
O	-15.123	1.036	22.226	-0.041	-0.846	-0.308
O	-28.566	3.336	25.133	-0.108	0.031	0.046
O	-8.686	-3.53	22.619	0.323	0.246	0.145
O	25.766	3.685	-7.942	-0.316	-0.564	0.213
O	-8.387	-0.187	19.619	0.736	0.179	0.254
O	-9.47	5.446	20.519	0.3	-0.381	0.614
O	-18.211	-7.986	22.01	0.276	-0.135	0.412
O	-9.122	-7.358	20.414	0.328	-0.085	-0.022
O	-9.683	-4.808	20.546	-0.318	-0.06	0.304
O	-11.812	-0.861	-5.803	-0.483	0.429	-0.005
O	-8.143	-2.714	20.22	0.527	-0.259	0.142
O	-5.79	1.677	20.285	0.118	0.076	0.184
O	-10.586	-2.409	21.171	-0.497	-0.03	0.159
O	-20.943	3.775	19.546	-0.372	0.086	0.297
O	-19.721	-3.906	20.418	-0.163	0.064	0.398
O	-5.699	2.809	-6.22	0.211	-0.588	0.517
O	-15.076	-3.673	24.104	0.078	0.282	0.064
O	-19.395	-1.679	21.804	0.091	0.277	0.149
O	-5.806	-0.008	-8.364	-0.37	0.198	-0.059
O	-19.019	-5.796	23.345	0.172	0.378	-0.086
O	-12.184	0.534	-7.882	-0.022	0.279	0.649
O	23.794	4.809	-6.373	0.076	-0.514	0.092
O	-13.28	-5.869	20.307	0.243	-0.212	0.143
O	-12.671	-0.964	21.758	-0.241	0.2	-0.089
O	-14.875	5.525	-6.545	0.563	-0.044	-0.206
O	-11.523	-8.384	20.835	0.205	0.595	-0.303
O	-10.466	0.281	21.156	-0.607	0.212	0.184
O	-6.147	2.752	22.622	0.383	0.213	0.022
O	-10.85	3.706	23.363	0.342	0.547	-0.033
O	-9.246	-5.916	23.548	-0.344	-0.079	-0.06
O	-21.352	2.958	25.049	0.089	0.063	-0.174
O	-4.871	-1.562	-6.414	0.186	-0.344	-0.117
O	-8.908	-8.692	-6.962	-0.071	0.002	0.184
O	-4.892	3.856	-8.452	-0.144	0.488	0.151
O	-19.762	-9.596	20.692	-0.125	0.025	0.617
O	-19.229	-1.041	24.4	-0.289	-0.273	0.144
O	-14.28	-5.815	22.734	0.041	-0.504	0.556
O	-2.753	-1.794	-4.819	0.038	-0.626	-0.084
O	-13.611	1.596	20.072	0.051	-0.426	0.215
O	-16.334	1.081	-8.427	-0.196	-0.027	-0.005
O	-22.821	-4.236	24.666	0.095	-0.616	0.28
O	-9.043	-6.207	-7.736	-0.098	-0.029	-0.903
O	-13.286	-5.395	-8.361	-0.031	-0.13	-0.082
O	-7.501	-7.763	24.008	-0.084	0.253	0.381
O	-4.391	-7.107	-8.881	0.032	-0.451	0.229
O	-28.774	-3.721	-3.857	-0.074	0.231	0.46
O	-6.409	0.106	22.377	-0.35	-0.083	0.285
O	-8.597	5.314	-3.391	0.168	-0.023	-0.033
O	-13.791	-4.635	-3.24	-0.503	0.096	0.318
O	-10.303	5.235	-5.346	-0.369	0.014	-0.265
O	-15.482	-3.563	-5.116	-0.025	-0.294	-0.498
O	-15.339	2.926	-6.834	-0.041	-0.458	0.169
O	-15.123	3.459	21.254	0.248	0.452	0.009
O	2.228	3.288	24.94	0.103	0.327	0.211
O	-17.417	2.674	20.285	-0.067	-0.004	-0.027
O	-9.762	4.368	-7.787	-0.593	-0.026	-0.1
O	-14.008	-8.154	21.483	-0.38	-0.192	0.218
O	-9.715	-8.409	22.761	0.178	-0.274	0.07
O	-20.561	-7.951	23.169	-0.297	0.044	0.081
O	-17.085	4.509	-5.572	-0.19	-0.553	-0.179
O	-17.155	0.349	23.868	-0.139	-0.486	-0.397
O	-23.756	3.678	24.319	-0.078	0.43	-0.084
O	-11.433	-6.229	-6.652	0.305	-0.594	0.025
O	-17.203	-3.557	-3.197	0.222	0.276	0.413
O	-1.198	-4.756	-2.269	-0.111	0.509	-0.13
O	-12.897	2.502	22.358	0.617	-0.275	0.278
O	-7.75	2.653	-7.936	0.193	-0.658	-0.264
O	-17.681	-3.892	24.611	-0.101	0.442	-0.539
O	29.071	0.126	24.685	0.072	-0.518	-0.075
O	-16.076	-7.48	-6.356	-0.474	0.374	-0.454
O	-17.736	-8.472	-4.617	-0.224	0.196	0.209
O	-2.181	-6.575	-3.99	-0.088	0.144	-0.482
O	-10.785	-1.587	-8.218	0.182	0.355	-0.251
O	13.303	4.151	-0.832	0.131	-0.007	-0.077
O	15.48	1.482	-3.866	0.189	0.002	-0.267
O	-3.364	2.019	-7.164	0.134	0.077	0.516
O	-8.591	-0.506	25.238	0.411	-0.196	-0.337
O	30.599	3.41	21.883	0.219	0.419	0.11
O	24.364	-4.541	-7.56	-0.365	0.229	-0.057
O	31.024	1.047	22.873	0.209	-0.5	-0.127
O	11.464	-5.781	23.193	0.24	0.379	-0.106
O	-15.431	-8.454	-8.711	-0.006	-0.178	-0.038
O	30.616	-1.226	0.329	-0.286	-0.129	-0.077
O	2.179	-8.478	-3.106	0.239	-0.749	-0.247
O	-13.332	3.868	24.499	0.056	0.55	0.156
O	-16.968	2.731	22.949	-0.316	0.035	0.331
O	-10.169	1.267	24.154	-0.401	-0.023	-0.485
O	-22.101	4.873	-6.276	0.058	-0.304	-0.099
O	-1.964	-0.284	-6.781	-0.156	0.111	0.033
O	-5.912	-5.07	-8.045	0.267	0.12	0.341
O	27.758	-8.215	22.192	0.411	0.151	0.381
O	-24.961	0.565	-5.617	-0.185	0.354	0.05
O	-0.567	-0.26	-4.548	0.617	-0.213	-0.205
O	-15.126	1.849	24.687	0.06	-0.52	0.113
O	8.03	-6.666	-6.351	-0.154	-0.046	0.6
O	-24.949	-4.566	-5.834	0.641	0.043	-0.199
O	26.929	-5.889	23.301	0.131	0.362	-0.133
O	17.539	3.269	25.098	0.274	0.003	0.297
O	-20.249	-4.179	25.097	0.104	-0.018	0.654
O	-13.944	2.061	-8.955	0.387	0.458	-0.057
O	0.015	3.347	21.466	0.109	0.541	-0.061
O	-1.362	-7.69	-6.314	-0.579	0.432	-0.248
O	-28.28	-0.821	21.986	-0.293	0.626	0.405
O	11.381	-5.011	-3.17	-0.064	0.28	0.203
O	29.689	-1.389	-8.391	0.487	0.174	0.239
O	28.74	4.139	-0.847	0.062	-0.236	-0.023
O	7.042	3.585	24.136	-0.12	0.333	-0.107
O	-20.09	-6.427	21.035	-0.4	-0.19	-0.068
O	-11.891	-4.231	-1.401	-0.146	0.201	-0.041
O	23.64	-7.281	-8.921	-0.304	0.28	-0.693
O	-12.974	-2.907	-4.949	-0.126	0.012	-0.237
O	4.322	4.432	-3.745	-0.62	0.018	-0.493
O	30.624	2.949	-6.78	-0.037	-0.278	0.372
O	-27.651	-6.056	-3.187	0.019	0.003	-0.359
O	3.28	-5.735	-6.701	0.003	-0.35	0.566
O	-8.336	3.25	23.958	-0.252	0.054	-0.374
O	8.753	-4.438	-7.513	-0.291	0.382	0.499
O	-1.784	0.239	24.278	0.287	-0.666	0.362
O	31.149	4.005	-4.462	0.384	0.237	-0.017
O	19.804	-8.285	-3.705	0.121	0.312	-0.481

Results
total energy: -414194.079 eV
total energy less fixed offsets of O -438.25, Si -107.07 eV per atom: -10.959 eV
